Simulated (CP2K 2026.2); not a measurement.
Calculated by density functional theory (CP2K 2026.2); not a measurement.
Periodic cell of 3456 atoms, Si2304O1152, from a study of silicon, its oxide and their interface. The atomic structure is a simulated model.
Doubt: the forces sum to 8.02 eV/angstrom along one axis rather than to zero, so they err by at least 0.0023 eV/angstrom per atom on average; the grid cutoff is modest.

Settings: functional PBE; method Gaussian and plane waves; basis set DZVP-MOLOPT-SR-GTH; pseudopotentials GTH-PBE; grid cutoff 300 Ry, relative cutoff 40 Ry; k points Gamma only; occupations fixed; spin none; net charge 0.

Cell vectors (angstrom)
a	130.56	0	0
b	0	16.32	0
c	-9.2377	-4.6084	27.9126

Atoms: element, x, y, z (angstrom)
Si	1.432	-1.602	0.477
Si	3.839	1.322	0.297
Si	0.812	4.735	0.287
Si	4.091	6.609	0.306
Si	1.072	-6.795	0.509
Si	3.688	-3.822	0.227
Si	6.99	-1.689	0.227
Si	9.733	0.966	0.302
Si	6.288	4.257	0.283
Si	9.274	6.895	0.209
Si	7.085	9.221	0.311
Si	9.205	-3.922	0.387
Si	11.932	-1.358	0.539
Si	14.466	1.627	0.26
Si	12.406	3.985	0.238
Si	14.496	6.979	0.28
Si	12.281	-7.122	0.29
Si	15.134	11.802	0.173
Si	2.619	-0.035	1.726
Si	5.256	2.658	1.629
Si	2.523	5.548	1.692
Si	5.36	8.172	1.522
Si	2.7	-5.498	1.588
Si	5.352	-2.763	1.543
Si	8.026	-0.038	1.551
Si	10.794	2.729	1.46
Si	8.049	5.331	1.461
Si	10.764	-8.273	1.624
Si	8.092	-5.505	1.683
Si	10.735	-2.851	1.778
Si	13.468	-0.003	1.618
Si	16.082	2.717	1.534
Si	13.482	5.431	1.696
Si	16.179	8.066	1.5
Si	13.47	10.803	1.502
Si	16.124	-2.835	1.497
Si	1.269	1.437	2.957
Si	3.906	4.067	2.965
Si	1.36	6.835	3.226
Si	4.08	9.524	2.965
Si	1.355	-4.138	3.029
Si	4.065	-1.381	2.995
Si	6.702	1.338	2.931
Si	9.411	4.022	2.861
Si	6.732	6.759	2.865
Si	9.481	-6.848	2.995
Si	6.683	-4.122	2.966
Si	9.383	-1.37	3
Si	12.113	1.387	2.931
Si	14.875	4.089	2.977
Si	12.094	6.737	3.018
Si	14.847	9.461	2.877
Si	12.184	12.127	2.967
Si	14.852	-1.406	2.865
Si	-0.035	0.007	4.338
Si	2.634	2.716	4.383
Si	-0.024	5.427	4.483
Si	2.769	8.21	4.437
Si	0.006	-5.417	4.477
Si	2.71	-2.742	4.368
Si	5.403	-0.016	4.349
Si	8.085	2.692	4.271
Si	5.364	5.428	4.268
Si	8.075	-8.209	4.293
Si	5.388	-5.456	4.373
Si	8.053	-2.75	4.331
Si	10.78	0.007	4.298
Si	13.505	2.708	4.284
Si	10.736	5.364	4.306
Si	13.506	8.131	4.279
Si	10.84	10.812	4.348
Si	13.518	-2.753	4.248
Si	1.449	-1.354	11.177
Si	4.146	1.377	11.209
Si	1.443	4.094	11.238
Si	4.104	6.817	11.189
Si	1.404	9.552	11.255
Si	4.147	-4.065	11.202
Si	6.861	-1.325	11.161
Si	9.557	1.354	11.015
Si	6.85	4.102	11.096
Si	9.583	-9.493	11.089
Si	6.859	-6.783	11.17
Si	9.574	-4.029	11.131
Si	12.323	-1.394	11.042
Si	15.039	1.384	10.909
Si	12.306	4.09	10.944
Si	15.056	6.887	10.878
Si	12.311	9.547	11.022
Si	15.047	-4.093	11.002
Si	2.802	-0.015	12.558
Si	5.506	2.809	12.516
Si	2.804	5.468	12.628
Si	5.487	8.172	12.513
Si	2.795	-5.392	12.606
Si	5.534	-2.701	12.543
Si	8.24	0.077	12.477
Si	10.991	2.688	12.284
Si	8.265	5.419	12.424
Si	10.972	-8.107	12.406
Si	8.232	-5.391	12.504
Si	11.005	-2.72	12.494
Si	13.687	0.052	12.29
Si	16.512	2.704	12.176
Si	13.702	5.525	12.166
Si	16.385	8.212	12.317
Si	13.697	10.866	12.394
Si	16.474	-2.686	12.24
Si	1.403	1.323	13.883
Si	4.213	4.137	13.996
Si	1.44	6.818	14.005
Si	4.184	-6.771	13.936
Si	1.428	-4.006	13.967
Si	4.208	-1.347	13.932
Si	6.926	1.52	13.842
Si	9.727	4.042	13.672
Si	6.879	6.755	13.766
Si	9.645	-6.733	13.814
Si	6.914	-4.028	13.918
Si	9.703	-1.219	13.799
Si	12.339	1.394	13.686
Si	15.183	4.216	13.363
Si	12.411	-9.499	13.635
Si	15.057	9.543	13.792
Si	12.371	-4.171	13.847
Si	15.134	-1.273	13.542
Si	0.079	-0.1	15.292
Si	2.817	2.701	15.239
Si	0.021	5.465	15.326
Si	2.839	8.187	15.354
Si	0.059	-5.496	15.219
Si	2.849	-2.664	15.389
Si	5.582	0.142	15.167
Si	8.416	2.838	15.164
Si	5.682	5.471	15.35
Si	8.268	8.134	15.012
Si	5.583	-5.411	15.319
Si	8.378	-2.618	15.132
Si	11.02	0.184	15.257
Si	13.854	2.874	14.642
Si	11.116	5.393	14.956
Si	13.677	-8.215	15.15
Si	11.002	-5.541	15.362
Si	13.797	-2.6	14.891
Si	1.814	-0.951	16.696
Si	4.074	1.273	16.602
Si	0.949	3.543	16.372
Si	4.554	7.117	16.592
Si	1.628	-6.555	16.633
Si	3.935	-4.358	16.664
Si	7.265	-0.95	16.324
Si	9.416	1.352	16.711
Si	7.502	4.455	16.574
Si	9.659	6.702	16.199
Si	6.834	-7.058	16.464
Si	9.972	-3.712	16.486
Si	12.256	-1.51	16.283
Si	-1.353	1.488	16.321
Si	12.806	4.285	16.15
Si	14.944	-9.792	16.361
Si	11.919	-7.446	16.591
Si	15.413	-3.632	16.185
Si	4.307	-3.217	19.555
Si	17.331	-4.134	-6.563
Si	15.155	-6.804	-4.594
Si	5.622	4.011	-2.526
Si	10.695	1.097	-2.427
Si	6.631	-1.605	19.185
Si	10.38	-7.677	-5.958
Si	20.173	-7.462	-4.247
Si	12.267	-3.946	-3.857
Si	12.932	-0.523	-6.402
Si	23.159	4.52	-5.178
Si	5.36	1.543	-4.262
Si	18.468	5.075	-6.103
Si	11.202	5.897	-2.054
Si	3.889	5.289	18.99
Si	4.036	-3.263	-2.692
Si	13.13	-5.093	-6.399
Si	12.708	7.656	-4.05
Si	0.017	-2.565	18.311
Si	8.868	-3.844	19.469
Si	15.204	-4.391	-2.873
Si	12.659	-1.406	-2.301
Si	7.636	7.539	-6.017
Si	7.685	-6.607	19.373
Si	20.418	3.85	-4.513
Si	6.348	-6.084	-6.751
Si	5.957	-4.986	-4.157
Si	1.43	4.024	19.052
Si	-0.066	6.201	20.32
Si	3.937	-7.394	-4.133
Si	1.611	-4.084	20.089
Si	6.212	6.915	-3.683
Si	17.796	-7.145	-6.287
Si	18.72	2.093	-6.078
Si	13.144	-6.805	19.493
Si	5.208	-0.516	-1.971
Si	14.702	-2.786	-6.839
Si	21.503	0.436	-1.923
Si	16.058	5.655	-2.059
Si	7.666	-6.772	-2.524
Si	-0.36	-7.761	18.752
Si	9.931	2.545	19.738
Si	19.832	-1.288	-3.573
Si	14.167	5.056	-4.544
Si	6.571	0.871	20.9
Si	5.809	3.004	18.737
Si	18.45	7.678	-1.97
Si	15.101	-1.434	20.131
Si	10.83	1.231	-5.164
Si	17.439	0.08	-4.312
Si	10.485	-5.701	-1.88
Si	11.686	3.564	-3.719
Si	17.635	-2.837	-4.085
Si	15.549	-0.268	-2.006
Si	17.543	-1.678	0.076
Si	19.741	1.683	0.04
Si	17.504	3.895	0.108
Si	20.361	6.413	0.181
Si	17.403	9.595	0.242
Si	19.8	12.414	0.088
Si	22.993	-1.298	0.049
Si	26.005	0.916	-0.2
Si	22.58	4.233	0.068
Si	25.33	6.958	-0.211
Si	23.072	9.168	-0.096
Si	25.857	11.897	0.033
Si	28.313	-1.286	-0.18
Si	30.801	1.52	-0.521
Si	28.535	3.706	-0.206
Si	31.27	6.6	-0.259
Si	28.144	9.64	-0.133
Si	31.381	11.84	-0.127
Si	18.755	-0.037	1.299
Si	21.471	2.643	1.351
Si	18.796	5.323	1.485
Si	21.58	8.056	1.327
Si	18.869	10.85	1.536
Si	21.537	-2.746	1.211
Si	24.479	-0.096	1.314
Si	27.024	2.58	1.131
Si	24.279	5.378	1.194
Si	27.004	7.997	1.094
Si	24.215	10.77	1.227
Si	27.105	-2.806	1.168
Si	29.889	-0.073	1.004
Si	32.556	2.666	0.626
Si	29.743	5.332	1.004
Si	32.518	8.131	0.98
Si	29.795	10.72	1.156
Si	32.593	-2.858	1.021
Si	17.486	1.292	2.78
Si	20.212	3.985	2.801
Si	17.552	6.747	2.84
Si	20.311	9.464	2.725
Si	17.519	12.193	2.886
Si	20.244	-1.354	2.625
Si	23.007	1.298	2.563
Si	25.693	3.987	2.474
Si	22.989	6.718	2.66
Si	25.695	9.42	2.515
Si	22.911	12.186	2.569
Si	25.801	-1.486	2.614
Si	28.467	1.218	2.43
Si	31.209	3.933	2.234
Si	28.395	6.645	2.419
Si	31.147	9.361	2.457
Si	28.49	12.158	2.485
Si	31.243	-1.441	2.332
Si	16.224	-0.062	4.205
Si	18.9	2.619	4.141
Si	16.264	5.428	4.272
Si	18.965	8.124	4.111
Si	16.2	10.827	4.236
Si	18.96	-2.72	4.085
Si	21.68	-0.052	3.97
Si	24.374	2.663	3.901
Si	21.649	5.373	4.048
Si	24.393	8.089	3.953
Si	21.675	10.836	4.034
Si	24.368	-2.82	3.906
Si	27.168	-0.095	3.886
Si	29.859	2.625	3.701
Si	27.087	5.316	3.832
Si	29.772	8.005	3.783
Si	27.098	10.801	3.829
Si	29.871	-2.774	3.764
Si	17.802	-1.364	10.852
Si	20.528	1.298	10.786
Si	17.797	4.078	10.801
Si	20.506	6.82	10.813
Si	17.779	9.545	10.953
Si	20.524	-4.065	10.837
Si	23.195	-1.415	10.795
Si	25.937	1.305	10.674
Si	23.224	4.04	10.701
Si	25.946	6.755	10.638
Si	23.227	9.524	10.738
Si	25.918	-4.133	10.721
Si	28.654	-1.432	10.667
Si	31.337	1.22	10.586
Si	28.579	3.993	10.609
Si	31.295	6.692	10.516
Si	28.595	9.46	10.613
Si	31.331	-4.124	10.568
Si	19.233	-0.066	12.192
Si	21.884	2.7	12.079
Si	19.119	5.475	12.141
Si	21.929	8.173	12.125
Si	19.222	10.92	12.233
Si	21.888	-2.755	12.255
Si	24.584	-0.014	12.055
Si	27.303	2.642	12.054
Si	24.66	5.368	11.994
Si	27.269	8.129	12.014
Si	24.547	10.89	12.131
Si	27.35	-2.817	12.044
Si	30.072	-0.124	12.045
Si	32.719	2.549	11.924
Si	29.965	5.356	11.904
Si	32.674	8.073	11.81
Si	30.012	10.798	11.922
Si	32.708	-2.713	11.887
Si	17.907	1.31	13.512
Si	20.49	4.065	13.39
Si	17.818	6.848	13.561
Si	20.671	9.592	13.543
Si	17.902	-3.985	13.588
Si	20.586	-1.367	13.654
Si	23.309	1.42	13.444
Si	25.979	4.047	13.419
Si	23.356	6.741	13.331
Si	25.923	9.506	13.405
Si	23.252	-4.112	13.644
Si	25.955	-1.429	13.325
Si	28.726	1.275	13.365
Si	31.301	3.908	13.185
Si	28.698	6.774	13.297
Si	31.398	9.443	13.236
Si	28.774	-4.185	13.39
Si	31.447	-1.466	13.488
Si	16.584	-0.023	14.916
Si	19.222	2.72	14.838
Si	16.455	5.473	14.881
Si	19.252	8.238	14.784
Si	16.528	11.024	14.943
Si	19.266	-2.717	15.103
Si	21.986	0.104	14.863
Si	24.666	2.759	14.874
Si	21.963	5.388	14.589
Si	24.624	8.092	14.763
Si	21.976	10.858	15.146
Si	24.668	-2.672	14.854
Si	27.385	-0.147	14.624
Si	30.069	2.623	14.75
Si	27.391	5.414	14.693
Si	30.055	8.142	14.684
Si	27.346	10.838	14.72
Si	30.158	-2.956	14.889
Si	17.706	-1.514	16.408
Si	20.822	1.668	16.199
Si	17.551	3.797	16.071
Si	20.814	6.909	15.874
Si	18.18	9.856	16.09
Si	20.38	-4.298	16.532
Si	23.682	-0.916	16.106
Si	26.011	1.149	15.981
Si	22.976	3.938	16.117
Si	26.253	6.984	16.009
Si	23.061	9.028	16.254
Si	26.256	-3.904	16.063
Si	28.475	-1.727	15.987
Si	15.359	1.677	15.885
Si	28.945	4.288	16.04
Si	31.206	6.438	15.788
Si	28.443	9.238	16.024
Si	31.973	-4.14	16.026
Si	21.967	-3.519	19.182
Si	35.754	-0.416	-4.57
Si	30.637	7.728	-5.63
Si	25.829	-0.015	-2.949
Si	29.32	-3.299	-2.21
Si	23.219	-0.862	19.139
Si	17.037	7.865	18.226
Si	24.875	5.121	18.083
Si	26.026	-5.947	-6.62
Si	15.823	-7.702	20.785
Si	28.694	-0.324	18.665
Si	24.251	-0.66	-5.409
Si	27.047	3.011	18.123
Si	27.103	5.467	-2.331
Si	13.749	0.276	18.207
Si	21.315	-5.469	-2.149
Si	21.643	-2.254	-5.753
Si	30.473	4.21	-4.433
Si	14.527	-4.132	18.981
Si	29.635	-4.544	20.523
Si	30.104	-4.678	-4.615
Si	31.12	-2.794	-6.374
Si	12.612	2.89	18.83
Si	23.898	-7.199	19.329
Si	26.221	-0.601	20.214
Si	15.097	3.667	20.361
Si	23.197	-4.102	-3.914
Si	19.382	4.525	20.783
Si	17.598	1.879	20.588
Si	22.527	3.069	-2.739
Si	27.685	1.177	-5.177
Si	23.106	7.681	-4.798
Si	33	-4.463	-4.828
Si	24.828	-4.56	18.722
Si	32.599	-6.516	17.891
Si	24.878	-2.586	-2.14
Si	19.104	5.505	18.051
Si	33.677	7.136	-4.849
Si	35.015	4.867	-3.494
Si	25.069	-6.667	-3.953
Si	16.581	-3.659	20.65
Si	36.039	6.907	-6.704
Si	26.736	-3.392	20.728
Si	29.933	6.696	-2.926
Si	21.315	0.483	20.666
Si	19.151	0.301	18.574
Si	35.174	-8.038	-2.453
Si	30.685	1.859	18.794
Si	30.562	0.122	-5.761
Si	34.727	-2.684	-3.209
Si	27.929	-5.815	-2.829
Si	27.338	4.307	-5.006
Si	25.415	6.615	20.577
Si	31.786	1.535	-3.377
Si	34.369	-2.111	-0.38
Si	36.681	1.436	-0.539
Si	33.65	4.521	-0.541
Si	36.535	6.541	-0.178
Si	33.701	9.789	-0.268
Si	36.539	11.946	0.147
Si	39.192	-1.894	-0.53
Si	41.814	0.989	-0.486
Si	38.732	4.335	-0.395
Si	41.852	6.515	-0.549
Si	38.594	9.75	-0.294
Si	41.371	12.171	-0.731
Si	44.13	-1.128	-0.808
Si	47.404	1.479	-0.881
Si	43.962	4.21	-0.573
Si	47.166	7.003	-0.77
Si	44.83	9.131	-0.586
Si	47.769	11.767	-0.821
Si	35.394	-0.222	0.68
Si	37.74	2.76	1.031
Si	35.089	5.335	1.119
Si	37.7	8.113	1.078
Si	35.094	10.685	1.354
Si	37.946	-2.896	1.151
Si	40.368	-0.268	0.788
Si	43.02	2.594	0.787
Si	40.432	5.351	0.868
Si	43.216	8.019	0.697
Si	40.407	10.747	0.848
Si	43.147	-2.903	0.453
Si	45.943	-0.019	0.356
Si	48.904	2.595	0.522
Si	45.931	5.293	0.442
Si	48.706	8.006	0.728
Si	46.09	10.762	0.562
Si	48.923	-2.866	0.425
Si	33.916	1.218	2.018
Si	36.438	3.999	2.453
Si	33.798	6.763	2.409
Si	36.457	9.322	2.588
Si	33.795	12.162	2.548
Si	36.581	-1.433	2.317
Si	39.179	1.259	2.166
Si	41.799	3.964	2.2
Si	39.203	6.761	2.273
Si	41.922	9.412	2.075
Si	39.3	12.068	2.414
Si	41.895	-1.585	2.032
Si	44.658	1.277	1.909
Si	47.419	3.97	1.805
Si	44.673	6.641	1.977
Si	47.387	9.424	2.048
Si	44.671	12.168	1.836
Si	47.436	-1.43	1.69
Si	32.605	-0.043	3.599
Si	35.129	2.523	3.637
Si	32.467	5.318	3.684
Si	35.134	7.984	3.884
Si	32.449	10.764	3.836
Si	35.244	-2.773	3.731
Si	37.922	-0.066	3.628
Si	40.561	2.563	3.555
Si	37.896	5.371	3.667
Si	40.656	8.075	3.555
Si	37.91	10.744	3.747
Si	40.702	-2.847	3.604
Si	43.341	-0.146	3.292
Si	46.094	2.609	3.236
Si	43.337	5.302	3.398
Si	46.037	8.022	3.35
Si	43.382	10.799	3.322
Si	46.099	-2.788	3.17
Si	34.036	-1.372	10.514
Si	36.741	1.242	10.458
Si	34.018	3.935	10.526
Si	36.697	6.619	10.307
Si	33.957	9.42	10.369
Si	36.76	-4.126	10.334
Si	39.46	-1.39	10.345
Si	42.158	1.217	10.3
Si	39.446	3.925	10.307
Si	42.197	6.634	10.135
Si	39.45	9.445	10.206
Si	42.175	-4.161	10.17
Si	44.874	-1.478	10.25
Si	47.58	1.253	10.147
Si	44.866	3.922	10.193
Si	47.618	6.62	10.106
Si	44.894	9.377	10.063
Si	47.589	-4.187	10.121
Si	35.426	-0.065	11.911
Si	38.107	2.625	11.76
Si	35.437	5.298	11.81
Si	38.105	8.03	11.482
Si	35.39	10.787	11.59
Si	38.098	-2.73	11.694
Si	40.786	-0.043	11.769
Si	43.549	2.561	11.633
Si	40.915	5.262	11.532
Si	43.539	8.039	11.417
Si	40.804	10.843	11.516
Si	43.517	-2.885	11.596
Si	46.256	-0.074	11.569
Si	48.912	2.585	11.565
Si	46.283	5.264	11.499
Si	48.944	7.966	11.518
Si	46.249	10.7	11.425
Si	48.967	-2.804	11.451
Si	34.14	1.296	13.372
Si	36.824	3.962	13.206
Si	34.039	6.67	13.089
Si	36.697	9.313	12.814
Si	34.22	-4.088	12.994
Si	36.85	-1.406	13.227
Si	39.457	1.409	13.231
Si	42.195	3.914	13.006
Si	39.56	6.71	12.721
Si	42.2	9.443	12.734
Si	39.441	-4.161	12.928
Si	42.135	-1.547	12.988
Si	44.923	1.228	13.036
Si	47.524	3.876	12.993
Si	44.922	6.698	12.737
Si	47.537	9.327	12.821
Si	44.907	-4.351	12.844
Si	47.653	-1.44	12.857
Si	32.941	-0.143	14.846
Si	35.44	2.771	14.757
Si	32.665	5.322	14.39
Si	35.452	8.017	14.335
Si	32.887	10.9	14.297
Si	35.631	-2.946	14.518
Si	38.067	0.081	14.644
Si	40.854	2.796	14.642
Si	38.373	5.418	14.201
Si	40.894	8.077	14.032
Si	38.078	10.654	14.047
Si	40.702	-2.855	14.399
Si	43.559	-0.201	14.302
Si	46.193	2.55	14.567
Si	43.668	5.328	14.121
Si	46.102	8.046	14.228
Si	43.504	10.619	14.239
Si	46.322	-2.927	14.04
Si	34.18	-1.911	16.003
Si	36.705	1.41	16.21
Si	33.782	4.03	15.975
Si	37.156	6.909	15.442
Si	34.391	9.688	15.525
Si	36.775	-4.685	15.692
Si	39.705	-1.146	15.739
Si	42.029	0.996	15.618
Si	39.993	4.825	15.835
Si	42.332	6.786	15.283
Si	39.283	9.152	15.287
Si	42.298	-4.161	15.511
Si	44.65	-2.008	15.363
Si	31.786	1.561	16.001
Si	45.089	4.357	15.716
Si	47.329	6.513	15.451
Si	44.434	8.994	15.7
Si	47.738	-4.349	15.243
Si	37.746	-1.749	20.495
Si	51.562	-3.165	-5.26
Si	45.949	-7.561	-4.861
Si	39.307	1.98	-2.125
Si	42.824	0.71	-5.8
Si	39.829	-1.848	18.604
Si	28.65	6.906	20.388
Si	48.798	-6.714	-5.826
Si	44.349	-2.823	-3.406
Si	42.356	-2.327	-5.747
Si	45.667	-2.804	18.189
Si	40.015	1.367	-5.061
Si	43.616	1.135	18.235
Si	43.066	5.535	-5.494
Si	33.054	6.059	18.139
Si	37.671	-2.157	-3.236
Si	29.752	-7.075	18.742
Si	47.729	5.102	-5.458
Si	35.621	-0.688	18.392
Si	43.728	-4.045	20.216
Si	47.166	-3.068	-3.507
Si	45.675	1.449	-5.003
Si	32.336	2.78	20.999
Si	38.816	-5.566	17.68
Si	52.521	3.075	-5.95
Si	30.747	4.684	19.763
Si	39.642	-3.701	-5.102
Si	35.23	2.847	20.658
Si	37.902	5.767	17.948
Si	37.263	7.09	-4.03
Si	33.421	-1.307	20.475
Si	39.858	7.966	-2.6
Si	51.557	-6.069	-4.671
Si	41.377	-4.283	18.416
Si	46.31	-5.793	17.34
Si	34.908	2.066	-2.942
Si	37.645	-7.825	19.453
Si	51.961	2.152	-3.06
Si	49.115	5.999	-2.894
Si	41.299	-5.833	-3.538
Si	34.457	-7.904	19.681
Si	41.547	0.081	20.067
Si	54.201	-1.967	-6.392
Si	45.355	5.9	-3.922
Si	39.815	2.47	20.54
Si	37.5	2.995	18.652
Si	51.447	7.938	-2.741
Si	46.436	-0.018	18.4
Si	30.686	-2.001	20.243
Si	50.627	-0.656	-3.621
Si	44.135	-5.788	-3.241
Si	45.656	3.429	-2.574
Si	48.694	-3.762	-6.122
Si	47.85	-0.181	-3.463
Si	50.791	-1.914	-0.767
Si	53.465	1.085	-0.715
Si	50.326	3.856	-0.903
Si	53.29	6.448	-0.803
Si	49.929	9.576	-0.446
Si	52.919	12.163	-0.393
Si	55.441	-1.378	-0.772
Si	58.853	1.029	-0.715
Si	55.575	4.268	-0.72
Si	58.388	6.956	-0.696
Si	55.179	10.068	-0.853
Si	58.377	12.392	-0.856
Si	61.189	-1.036	-0.757
Si	63.906	1.671	-0.563
Si	61.679	3.886	-0.582
Si	63.796	6.997	-0.533
Si	61.522	9.162	-0.846
Si	64.371	11.985	-0.652
Si	51.732	-0.108	0.474
Si	54.502	2.662	0.641
Si	51.71	5.226	0.482
Si	54.331	8.197	0.43
Si	51.504	10.77	0.8
Si	54.328	-2.739	0.785
Si	57.188	-0.192	0.458
Si	59.976	2.677	0.573
Si	57.18	5.401	0.581
Si	59.831	8.277	0.6
Si	56.887	11.092	0.496
Si	59.931	-2.684	0.454
Si	62.716	0.044	0.658
Si	65.534	2.723	0.735
Si	62.67	5.462	0.81
Si	65.392	8.195	0.716
Si	62.667	10.806	0.494
Si	65.573	-2.78	0.638
Si	50.277	1.213	1.831
Si	53.031	3.957	1.948
Si	50.249	6.602	1.848
Si	52.955	9.365	1.971
Si	50.153	12.202	2.031
Si	52.978	-1.339	2.037
Si	55.886	1.25	1.892
Si	58.541	4.014	1.914
Si	55.763	6.849	1.837
Si	58.395	9.679	1.829
Si	55.691	12.247	2.089
Si	58.539	-1.44	1.919
Si	61.305	1.357	2.021
Si	64.118	4.098	2.085
Si	61.155	6.821	2.002
Si	63.968	9.525	2.037
Si	61.273	12.215	1.811
Si	64.105	-1.392	1.917
Si	48.828	-0.123	3.157
Si	51.611	2.59	3.244
Si	48.833	5.288	3.203
Si	51.576	7.987	3.27
Si	48.807	10.79	3.347
Si	51.578	-2.755	3.328
Si	54.427	-0.01	3.301
Si	57.177	2.647	3.272
Si	54.391	5.42	3.216
Si	57.112	8.203	3.218
Si	54.311	10.787	3.318
Si	57.154	-2.744	3.339
Si	59.88	-0.038	3.297
Si	62.674	2.718	3.369
Si	59.836	5.403	3.317
Si	62.579	8.147	3.356
Si	59.848	10.928	3.221
Si	62.649	-2.757	3.226
Si	50.281	-1.436	10.076
Si	52.945	1.257	10.097
Si	50.234	3.943	10.126
Si	52.941	6.678	10.045
Si	50.261	9.392	10.129
Si	52.999	-4.197	10.03
Si	55.65	-1.43	10.013
Si	58.403	1.339	10.024
Si	55.685	3.985	10.053
Si	58.427	6.744	10.057
Si	55.712	9.474	10.023
Si	58.424	-4.114	10.069
Si	61.161	-1.421	10.121
Si	63.852	1.315	10.194
Si	61.127	4.036	10.053
Si	63.831	6.786	10.1
Si	61.13	9.487	10.13
Si	63.822	-4.111	10.201
Si	51.61	-0.106	11.508
Si	54.272	2.669	11.434
Si	51.608	5.303	11.459
Si	54.307	8.1	11.304
Si	51.693	10.755	11.436
Si	54.318	-2.817	11.396
Si	56.967	0	11.314
Si	59.748	2.687	11.411
Si	57.112	5.303	11.377
Si	59.743	8.12	11.458
Si	57.079	10.827	11.408
Si	59.763	-2.759	11.46
Si	62.467	-0.068	11.538
Si	65.228	2.659	11.557
Si	62.434	5.432	11.41
Si	65.163	8.112	11.509
Si	62.427	10.857	11.557
Si	65.119	-2.708	11.574
Si	50.303	1.263	12.961
Si	52.939	3.997	12.882
Si	50.325	6.609	12.918
Si	53.007	9.331	12.822
Si	50.376	-4.142	12.766
Si	52.946	-1.538	12.828
Si	55.591	1.269	12.744
Si	58.403	3.958	12.864
Si	55.715	6.743	12.533
Si	58.447	9.538	12.835
Si	55.705	-4.148	12.737
Si	58.335	-1.305	12.643
Si	61.053	1.321	12.794
Si	63.84	4.135	12.743
Si	61.014	6.678	12.819
Si	63.774	9.415	12.861
Si	61.048	-4.092	12.956
Si	63.761	-1.396	13.011
Si	48.947	-0.124	14.356
Si	51.651	2.654	14.401
Si	48.923	5.271	14.276
Si	51.715	7.917	14.332
Si	49.074	10.667	13.946
Si	51.632	-2.848	14.327
Si	54.271	-0.119	14.114
Si	56.92	2.583	14.139
Si	54.385	5.502	13.956
Si	57.063	8.025	13.918
Si	54.447	10.729	14.082
Si	57.041	-2.684	13.986
Si	59.535	0.083	14.112
Si	62.564	2.656	13.964
Si	59.795	5.253	14.31
Si	62.34	8.043	14.152
Si	59.698	10.863	14.397
Si	62.302	-2.649	14.395
Si	50.514	-1.204	15.744
Si	52.825	0.971	15.606
Si	49.963	3.721	15.726
Si	53.53	6.97	15.585
Si	50.468	9.533	15.451
Si	52.8	-4.623	15.38
Si	55.839	-1.269	15.4
Si	57.928	1.072	15.603
Si	55.849	4.303	15.245
Si	58.097	6.517	15.351
Si	55.706	9.214	15.363
Si	58.538	-3.65	15.459
Si	60.622	-1.339	15.549
Si	47.828	1.33	15.862
Si	61.391	3.882	15.504
Si	63.24	6.444	15.645
Si	61.343	9.606	15.601
Si	63.438	-4.34	15.567
Si	52.542	-3.743	18.069
Si	64.988	-5.776	-5.667
Si	53.512	4.931	20.443
Si	57.116	2.322	-5.381
Si	57.71	3.146	-2.594
Si	53.206	-4.478	20.906
Si	48.677	6.369	19.891
Si	67.304	-7.597	-5.404
Si	60.403	-3.956	-4.472
Si	54.678	5.284	17.693
Si	62.765	1.027	19.824
Si	56.244	-0.441	-5.168
Si	61.694	5.538	19.764
Si	59.971	5.278	-2.588
Si	50.113	4.021	18.71
Si	56.039	-4.275	-5.906
Si	48.524	-7.849	17.665
Si	54.643	-1.795	18.211
Si	49.529	-3.216	17.682
Si	-62.257	-2.221	-5.826
Si	62.733	-2.726	-2.873
Si	62.667	2.623	-5.379
Si	44.671	3.774	18.685
Si	57.153	-5.363	17.539
Si	66.581	5.898	-6.689
Si	47.42	3.789	19.567
Si	53.886	-6.611	-6.484
Si	52.212	2.359	20.201
Si	56.97	8.097	20.703
Si	55.269	4.612	-6.536
Si	48.885	-4.239	20.624
Si	55.683	7.483	-5.557
Si	64.095	-3.116	-5.427
Si	-61.394	1.935	-6.481
Si	64.092	-1.71	20.365
Si	56.757	-2.65	-3.271
Si	55.838	-4.17	19.789
Si	67.452	2.134	-4.174
Si	65.712	5.643	-2.633
Si	56.892	-7.774	-2.799
Si	52.42	7.546	20.907
Si	58.879	4.738	19.675
Si	58.762	-4.712	19.898
Si	64.192	5.104	-5.354
Si	57.5	2.13	18.458
Si	54.488	1.284	18.307
Si	67.943	7.935	-2.663
Si	64.245	3.641	19.927
Si	60.307	-1.795	-6.485
Si	66.843	-0.59	-3.53
Si	59.476	-6.071	-2.663
Si	61.283	5.245	-5.261
Si	57.361	6.984	18.175
Si	64.736	1.327	-3.541
Si	67.367	-1.885	-0.695
Si	69.474	1.499	-0.757
Si	67.191	3.756	-0.612
Si	69.833	6.653	-0.576
Si	66.591	9.811	-0.515
Si	69.588	12.294	-0.203
Si	72.762	-1.481	-0.34
Si	-54.894	1.026	-0.474
Si	72.136	4.444	-0.629
Si	-55.614	6.764	-0.337
Si	71.795	10.115	-0.52
Si	-55.685	12.59	-0.247
Si	-52.707	-1.257	-0.314
Si	-50.117	1.622	-0.098
Si	-52.209	3.939	-0.06
Si	-50.261	7.126	-0.023
Si	-52.506	9.314	-0.182
Si	-49.676	11.725	0.091
Si	68.29	-0.088	0.594
Si	71.005	2.724	0.608
Si	68.254	5.418	0.688
Si	70.889	8.291	0.751
Si	68.118	10.887	0.934
Si	71.047	-2.597	0.922
Si	-56.623	0.062	0.922
Si	-53.994	2.718	0.936
Si	-56.921	5.377	0.952
Si	-54.204	8.153	0.982
Si	-57.003	10.989	0.88
Si	-54.054	-2.673	1.059
Si	-51.328	0	1.118
Si	-48.688	2.73	1.381
Si	-51.3	5.508	1.348
Si	-48.872	8.196	1.533
Si	-51.406	10.762	1.324
Si	-48.641	-2.802	1.263
Si	66.837	1.239	2.006
Si	69.601	4.042	2.07
Si	66.794	6.778	2.016
Si	69.484	9.484	2.215
Si	66.755	12.262	2.212
Si	69.587	-1.278	2.17
Si	-58.206	1.405	2.098
Si	-55.533	4.001	2.273
Si	-58.307	6.879	2.173
Si	-55.63	9.562	2.256
Si	-58.286	12.302	2.336
Si	-55.432	-1.31	2.42
Si	-52.761	1.365	2.453
Si	-50.033	4.126	2.72
Si	-52.909	6.805	2.491
Si	-50.234	9.502	2.864
Si	-52.822	12.239	2.477
Si	-50.066	-1.384	2.533
Si	65.403	-0.052	3.369
Si	68.168	2.669	3.389
Si	65.434	5.46	3.434
Si	68.094	8.105	3.491
Si	65.322	10.868	3.45
Si	68.162	-2.677	3.496
Si	-59.626	0.077	3.517
Si	-56.956	2.706	3.618
Si	-59.692	5.456	3.498
Si	-56.986	8.185	3.626
Si	-59.723	10.885	3.585
Si	-56.92	-2.673	3.696
Si	-54.175	0.052	3.83
Si	-51.516	2.741	3.91
Si	-54.299	5.4	3.748
Si	-51.664	8.114	4.026
Si	-54.301	10.889	3.736
Si	-51.519	-2.703	3.885
Si	66.56	-1.375	10.263
Si	69.26	1.342	10.359
Si	66.595	4.027	10.233
Si	69.243	6.749	10.379
Si	66.573	9.494	10.229
Si	69.273	-4.072	10.318
Si	-58.581	-1.381	10.417
Si	-55.871	1.381	10.568
Si	-58.599	4.025	10.483
Si	-55.911	6.769	10.63
Si	-58.58	9.467	10.46
Si	-55.919	-4.133	10.532
Si	-53.136	-1.345	10.681
Si	-50.425	1.433	10.837
Si	-53.153	4.107	10.713
Si	-50.482	6.793	10.821
Si	-53.185	9.446	10.682
Si	-50.481	-4.079	10.802
Si	67.911	-0.058	11.688
Si	70.523	2.7	11.818
Si	67.844	5.366	11.716
Si	70.599	8.078	11.769
Si	67.879	10.889	11.624
Si	70.613	-2.761	11.758
Si	-57.325	0.017	11.822
Si	-54.529	2.71	12.006
Si	-57.32	5.368	11.926
Si	-54.564	8.098	12.06
Si	-57.283	10.812	11.904
Si	-54.583	-2.761	11.874
Si	-51.814	0.03	12.112
Si	-49.113	2.777	12.298
Si	-51.892	5.472	12.192
Si	-49.149	8.135	12.227
Si	-51.845	10.767	12.079
Si	-49.176	-2.631	12.141
Si	66.489	1.254	13.018
Si	69.119	4.026	13.206
Si	66.42	6.767	12.965
Si	69.266	9.559	12.99
Si	66.439	-4.074	12.921
Si	69.254	-1.411	13.116
Si	71.788	1.289	13.21
Si	-55.95	4.033	13.319
Si	71.75	6.622	13.275
Si	-56.001	9.424	13.346
Si	71.905	-4.113	13.207
Si	-55.94	-1.329	13.131
Si	-53.184	1.388	13.438
Si	-50.505	4.2	13.608
Si	-53.321	6.761	13.606
Si	-50.579	9.404	13.593
Si	-53.326	-4.196	13.245
Si	-50.516	-1.293	13.567
Si	65.169	-0.13	14.428
Si	67.74	2.602	14.482
Si	64.999	5.458	14.335
Si	67.77	8.232	14.17
Si	65.011	10.898	14.207
Si	67.814	-2.793	14.336
Si	70.476	-0.085	14.679
Si	73.13	2.677	14.516
Si	70.251	5.375	14.792
Si	73.218	7.902	14.576
Si	70.566	10.818	14.564
Si	73.277	-2.679	14.467
Si	-54.651	-0.017	14.594
Si	-51.844	2.744	14.869
Si	-54.709	5.288	14.909
Si	-51.986	8.09	15.094
Si	-54.667	10.814	14.701
Si	-52.031	-2.783	14.55
Si	66.707	-1.346	15.808
Si	68.78	1.033	15.946
Si	66.102	3.848	15.607
Si	69.035	7.286	15.867
Si	66.58	9.747	15.456
Si	68.828	-4.387	15.709
Si	72.211	-1.192	15.918
Si	74.299	1.143	15.816
Si	71.886	4.05	15.955
Si	74.105	6.302	16.135
Si	71.654	9.064	15.77
Si	74.795	-3.796	15.821
Si	-53.533	-1.625	15.86
Si	64.003	1.59	15.472
Si	-53.098	4.151	16.245
Si	-51.053	6.561	16.741
Si	-53.212	9.731	16.226
Si	-51.015	-4.317	15.93
Si	-60.691	-4.295	18.462
Si	-45.437	-2.037	-4.281
Si	-49.793	-7.426	-4.372
Si	-59.482	6.37	-5.121
Si	-54.355	2.313	-3.142
Si	-58.334	-2.396	18.873
Si	62.177	7.972	17.952
Si	-47.144	7.763	-4.883
Si	-50.537	-4.699	-4.613
Si	66.19	-5.736	19.63
Si	-52.784	-0.502	18.544
Si	-59.139	-0.031	-2.817
Si	-54.543	2.179	18.229
Si	-53.592	5.303	-2.323
Si	66.46	5.293	18.375
Si	-59.431	-2.368	-4.903
Si	63.485	-7.126	20.489
Si	-52.418	7.52	-4.301
Si	65.293	-3.318	17.903
Si	-53.184	-2.88	20.052
Si	-50.702	-2.909	-2.192
Si	-51.822	1.469	-4.468
Si	61.57	1.217	17.183
Si	-58.833	-6.539	18.545
Si	-47.263	2.791	-4.684
Si	-61.895	5.728	20.331
Si	-58.368	-4.845	-5.79
Si	-55.339	3.75	-5.335
Si	-51.216	7.866	-6.754
Si	-61.803	4.407	-5.268
Si	-58.771	1.839	-5.093
Si	-57.689	-7.699	-5.082
Si	-55.149	4.092	20.548
Si	-56.596	-4.662	18.613
Si	-50.636	-4.153	18.791
Si	-57.801	4.43	-3.667
Si	-53.383	-6.004	-4.97
Si	-44.597	4.594	-4.493
Si	-48.482	5.638	-2.186
Si	-56.845	-7.594	-2.262
Si	66.754	8.141	17.88
Si	-45.618	0.646	-5.718
Si	-43.228	2.193	-5.122
Si	-48.677	5.245	-5.229
Si	-59.431	0.039	20.157
Si	-59.963	2.156	18.201
Si	-45.542	6.766	-2.74
Si	-50.84	2.178	19.419
Si	-62.418	-4.05	20.975
Si	-47.851	-1.601	-2.745
Si	-54.366	-5.64	-2.24
Si	-52.689	3.475	-6.408
Si	-59.1	7.304	20.356
Si	-49.009	1.095	-3.013
Si	-46.823	-1.786	0.104
Si	-44.984	1.604	-0.134
Si	-47.24	3.841	-0.068
Si	-45.252	7.6	0.011
Si	-47.482	9.689	0.49
Si	-44.734	-3.957	0.651
Si	-41.977	-1.573	0.345
Si	-39.509	1.657	0.153
Si	-41.582	4.046	-0.18
Si	-39.569	6.893	-0.201
Si	-42.511	-5.96	0.175
Si	-39.643	-3.592	0.279
Si	-36.389	-1.402	0.304
Si	-33.844	1.714	0.544
Si	-36.164	3.949	0.276
Si	-34.031	7.467	0.169
Si	-36.433	-6.798	0.226
Si	-34.405	-3.84	0.469
Si	-45.978	0.023	1.361
Si	-43.373	2.897	1.064
Si	-46.145	5.629	1.128
Si	-43.49	-7.837	1.316
Si	-46.127	-5.344	1.826
Si	-43.332	-2.628	1.893
Si	-40.766	0.143	1.453
Si	-37.923	2.854	1.454
Si	-40.696	5.571	1.38
Si	-38.06	-8.131	1.252
Si	-40.786	-5.188	1.581
Si	-38.043	-2.487	1.593
Si	-35.16	0.097	1.628
Si	-32.381	2.865	1.882
Si	-35.119	5.701	1.43
Si	-32.588	-7.796	1.67
Si	-35.477	-5.345	1.821
Si	-32.609	-2.816	1.687
Si	-47.416	1.32	2.717
Si	-44.744	4.246	2.512
Si	-47.47	6.78	2.727
Si	-44.724	-6.739	2.987
Si	-47.53	-3.958	2.969
Si	-44.742	-1.163	2.961
Si	-42.14	1.572	2.693
Si	-39.316	4.241	2.789
Si	-42.139	6.972	2.639
Si	-39.402	-6.734	2.72
Si	-41.998	-3.986	3.159
Si	-39.394	-1.129	2.925
Si	-36.607	1.494	2.897
Si	-33.858	4.334	2.966
Si	-36.662	6.932	2.771
Si	-33.977	-6.608	3.111
Si	-36.821	-3.916	3.04
Si	-33.879	-1.312	3.013
Si	-48.838	-0.01	4.026
Si	-46.086	2.827	3.974
Si	-48.798	5.475	4.134
Si	-46.166	-8.16	4.157
Si	-48.909	-5.4	4.193
Si	-46.146	-2.575	4.249
Si	-43.401	0.235	4.218
Si	-40.74	2.872	4.107
Si	-43.466	5.558	4.021
Si	-40.771	-8.063	4.111
Si	-43.424	-5.375	4.369
Si	-40.667	-2.528	4.36
Si	-38.004	0.185	4.284
Si	-35.269	2.9	4.256
Si	-37.99	5.578	4.194
Si	-35.365	-8.066	4.292
Si	-38.142	-5.381	4.268
Si	-35.341	-2.606	4.345
Si	-47.721	-1.284	10.875
Si	-45.028	1.44	10.96
Si	-47.736	4.118	10.92
Si	-45.007	-9.481	11.004
Si	-47.76	-6.806	10.868
Si	-45.014	-4.027	10.874
Si	-42.219	-1.251	10.936
Si	-39.49	1.515	11.025
Si	-42.258	4.172	11.006
Si	-39.506	-9.435	11.057
Si	-42.236	-6.72	10.979
Si	-39.488	-3.969	11.056
Si	-36.752	-1.225	11.081
Si	-34.051	1.494	11.182
Si	-36.785	4.175	11.149
Si	-34.05	-9.406	11.145
Si	-36.76	-6.659	11.116
Si	-34.055	-3.944	11.159
Si	-46.428	0.077	12.313
Si	-43.707	2.835	12.307
Si	-46.465	5.487	12.346
Si	-43.623	-8.087	12.312
Si	-46.429	-5.4	12.189
Si	-43.644	-2.646	12.184
Si	-40.89	0.14	12.299
Si	-38.173	2.807	12.514
Si	-40.904	5.509	12.383
Si	-38.164	-8.031	12.398
Si	-40.897	-5.352	12.359
Si	-38.102	-2.607	12.409
Si	-35.477	0.16	12.505
Si	-32.669	2.821	12.564
Si	-35.393	5.541	12.483
Si	-32.726	-8.059	12.56
Si	-35.407	-5.31	12.524
Si	-32.769	-2.553	12.553
Si	-47.845	1.381	13.754
Si	-45.125	4.124	13.706
Si	-47.872	6.834	13.727
Si	-45.07	-6.733	13.574
Si	-47.895	-4.05	13.45
Si	-45.025	-1.357	13.548
Si	-42.384	1.416	13.601
Si	-39.615	4.148	13.809
Si	-42.271	-9.442	13.706
Si	-39.549	-6.703	13.76
Si	-42.33	-3.953	13.594
Si	-39.455	-1.152	13.645
Si	-36.824	1.46	13.958
Si	-34.049	4.187	13.901
Si	-36.78	-9.365	13.74
Si	-34.065	-6.674	13.92
Si	-36.779	-3.941	13.869
Si	-34.181	-1.167	13.918
Si	-49.252	-0.016	15.185
Si	-46.471	2.775	15.139
Si	-49.32	5.59	15.187
Si	-46.475	8.255	14.973
Si	-49.257	10.915	14.822
Si	-46.492	-2.732	14.757
Si	-43.742	0.029	14.946
Si	-41.105	2.727	15.032
Si	-43.806	5.593	14.974
Si	-40.863	-8.138	15.111
Si	-43.719	-5.326	14.906
Si	-40.931	-2.501	14.787
Si	-38.213	0.061	15.306
Si	-35.431	2.848	15.286
Si	-38.149	5.557	15.02
Si	-35.471	-8.04	15.225
Si	-38.204	-5.326	15.142
Si	-35.533	-2.52	15.337
Si	-47.562	-1.319	16.266
Si	-45.394	0.997	16.314
Si	-48.071	4.037	16.393
Si	-44.852	7.243	16.343
Si	-47.673	9.854	16.175
Si	-45.436	-4.277	16.132
Si	-42.085	-1.047	16.2
Si	-39.953	1.203	16.39
Si	-42.515	4.173	16.233
Si	-39.16	-9.222	16.422
Si	-42.533	-6.902	16.146
Si	-39.535	-3.7	16.16
Si	-37.256	-1.618	16.811
Si	-50.322	1.791	16.413
Si	-36.683	4.464	16.458
Si	-34.429	-9.686	16.555
Si	-37.059	-6.871	16.527
Si	-33.812	-3.612	16.477
Si	-43.677	-2.874	18.266
Si	-31.199	-4.411	-5.551
Si	-34.914	-6.531	-4.661
Si	-40.318	5.353	-2.596
Si	-37.57	0.417	-1.916
Si	-39.4	-4.663	20.199
Si	-50.5	7.337	19.922
Si	-32.021	-7.091	-4.852
Si	-36.492	-4.129	-4.201
Si	-47.019	-4.738	20.531
Si	-29.649	4.46	-6.007
Si	-43.342	-2.577	-6.312
Si	-38.138	2.646	18.51
Si	-36.639	4.242	-5.176
Si	-46.915	4.63	19.197
Si	-56.126	6.811	19.248
Si	-54.459	-6.846	19.136
Si	-43.616	-1.269	20.694
Si	-48.185	-2.469	19.124
Si	-36.783	-0.979	19.985
Si	-34.231	-4.714	-2.475
Si	-35.934	3.029	-2.404
Si	-49.95	-0.345	20.253
Si	-41.541	-5.011	18.27
Si	-40.257	3.4	20.398
Si	-49.524	4.425	20.684
Si	-43.716	6.95	-6.233
Si	-44.422	2.827	18.444
Si	-36.089	-2.316	-6.41
Si	-43.738	-0.504	-2.084
Si	-39.515	3.502	-4.987
Si	-41.302	7.749	-4.49
Si	-28.668	-5.039	-2.303
Si	-33.063	-2.184	-5.955
Si	-34.174	-4.377	19.377
Si	-41.855	-0.291	-4.52
Si	-45.159	7.04	19.524
Si	-31.805	0.207	-4.417
Si	-31.319	4.511	-2.288
Si	-40.747	-7.107	-1.943
Si	-48.945	-6.634	18.93
Si	-31.583	2.345	-6.462
Si	-28.848	-0.445	-4.013
Si	-33.019	7.01	-2.773
Si	-42.677	1.666	20.646
Si	-40.789	5.702	18.253
Si	-29.401	-8.062	-1.612
Si	-35.432	1.366	19.204
Si	-39.031	0.366	-4.562
Si	-31.47	-4.024	-1.742
Si	-38.206	-5.331	-1.916
Si	-35.118	6.868	-4.771
Si	-42.214	7.4	20.026
Si	-33.022	1.973	-2.363
Si	-30.975	-1.941	0.27
Si	-28.58	1.743	0.438
Si	-30.783	3.937	0.566
Si	-27.9	6.503	0.511
Si	-31.13	-6.491	0.337
Si	-28.409	-3.855	0.466
Si	-25.496	-1.445	0.476
Si	-23.483	2.214	0.456
Si	-25.801	4.257	0.872
Si	-23.255	7.058	0.834
Si	-25.563	-7.087	0.779
Si	-23.36	-3.761	0.4
Si	-20.34	-1.448	0.603
Si	-17.962	1.859	0.356
Si	-20.139	4.161	0.549
Si	-17.389	6.877	0.444
Si	-20.538	-6.667	0.819
Si	-18.14	-3.664	0.263
Si	-29.888	0.013	1.451
Si	-27.208	2.824	2.003
Si	-29.673	5.566	1.776
Si	-27.101	-8.214	2.032
Si	-29.639	-5.415	1.766
Si	-26.983	-2.626	1.833
Si	-24.4	0.289	1.636
Si	-21.763	3.016	1.846
Si	-24.374	5.532	2.157
Si	-21.788	-8.046	2.148
Si	-24.425	-5.328	1.831
Si	-21.804	-2.683	1.876
Si	-19.04	0.197	1.684
Si	-16.194	2.899	1.523
Si	-18.939	5.696	1.809
Si	-16.264	-7.907	1.789
Si	-19.146	-5.123	1.847
Si	-16.262	-2.663	1.403
Si	-31.112	1.339	3.069
Si	-28.508	4.227	3.312
Si	-31.186	7.013	2.952
Si	-28.46	-6.762	3.234
Si	-31.167	-4.084	3.062
Si	-28.509	-1.244	2.991
Si	-25.773	1.431	3.19
Si	-22.987	4.207	3.408
Si	-25.733	6.895	3.448
Si	-23.124	-6.602	3.346
Si	-25.75	-4.003	3.233
Si	-23.102	-1.139	3.085
Si	-20.401	1.513	3.1
Si	-17.554	4.223	3.049
Si	-20.303	6.912	3.289
Si	-17.699	-6.572	3.094
Si	-20.432	-3.895	3.309
Si	-17.566	-1.219	2.911
Si	-32.56	0.061	4.404
Si	-29.876	2.767	4.51
Si	-32.536	5.641	4.367
Si	-29.904	-8.064	4.5
Si	-32.579	-5.322	4.469
Si	-29.862	-2.615	4.387
Si	-27.179	0.066	4.48
Si	-24.421	2.784	4.596
Si	-27.139	5.526	4.691
Si	-24.422	-7.989	4.716
Si	-27.127	-5.356	4.567
Si	-24.417	-2.549	4.507
Si	-21.707	0.135	4.494
Si	-18.96	2.865	4.418
Si	-21.626	5.574	4.689
Si	-18.956	-7.981	4.541
Si	-21.715	-5.292	4.662
Si	-18.936	-2.506	4.443
Si	-31.316	-1.229	11.244
Si	-28.557	1.446	11.25
Si	-31.337	4.186	11.19
Si	-28.585	-9.425	11.256
Si	-31.345	-6.719	11.189
Si	-28.58	-3.933	11.249
Si	-25.81	-1.264	11.311
Si	-23.097	1.421	11.276
Si	-25.835	4.138	11.285
Si	-23.092	-9.441	11.238
Si	-25.828	-6.691	11.284
Si	-23.068	-4.001	11.344
Si	-20.31	-1.283	11.305
Si	-17.56	1.457	11.28
Si	-20.294	4.163	11.274
Si	-17.521	-9.372	11.264
Si	-20.332	-6.661	11.309
Si	-17.604	-3.936	11.27
Si	-29.901	0.091	12.615
Si	-27.202	2.769	12.645
Si	-30.022	5.56	12.566
Si	-27.189	-8.079	12.605
Si	-29.977	-5.338	12.492
Si	-27.213	-2.598	12.648
Si	-24.446	0.076	12.686
Si	-21.729	2.796	12.57
Si	-24.449	5.512	12.597
Si	-21.756	-8.065	12.572
Si	-24.468	-5.368	12.684
Si	-21.669	-2.657	12.682
Si	-18.933	0.09	12.636
Si	-16.111	2.824	12.548
Si	-18.863	5.541	12.551
Si	-16.193	-8.031	12.704
Si	-18.936	-5.293	12.647
Si	-16.271	-2.585	12.652
Si	-31.289	1.448	13.925
Si	-28.67	4.159	13.866
Si	-31.4	-9.416	13.959
Si	-28.622	-6.686	13.853
Si	-31.368	-3.973	13.788
Si	-28.521	-1.213	14.045
Si	-25.824	1.419	14.074
Si	-23.094	4.127	13.935
Si	-25.811	-9.471	13.962
Si	-23.146	-6.815	14.029
Si	-25.885	-3.988	13.991
Si	-23.072	-1.325	14.018
Si	-20.374	1.441	13.893
Si	-17.41	4.202	13.855
Si	-20.307	-9.428	13.791
Si	-17.582	-6.635	14.018
Si	-20.277	-3.989	14.064
Si	-17.55	-1.207	14.061
Si	-32.738	0.148	15.242
Si	-29.927	2.8	15.307
Si	-32.718	5.514	15.36
Si	-30.01	-8.002	15.216
Si	-32.69	-5.27	15.235
Si	-30.003	-2.65	15.135
Si	-27.166	0.085	15.567
Si	-24.435	2.833	15.392
Si	-27.301	5.494	15.167
Si	-24.476	-8.231	15.484
Si	-27.274	-5.381	15.273
Si	-24.507	-2.675	15.365
Si	-21.68	0.061	15.324
Si	-18.831	2.794	14.994
Si	-21.584	5.448	15.114
Si	-19.034	-8.038	15.18
Si	-21.691	-5.451	15.278
Si	-18.918	-2.572	15.431
Si	-31.544	-1.476	16.418
Si	-28.343	1.787	16.758
Si	-31.491	3.908	16.654
Si	-28.469	-9.248	16.443
Si	-31.061	-6.362	16.541
Si	-28.865	-4.151	16.506
Si	-25.413	-1.017	16.821
Si	-23.163	1.269	16.65
Si	-26.131	4.02	16.536
Si	-22.677	-9.476	16.574
Si	-26.244	-7.05	16.585
Si	-23.09	-4.125	16.532
Si	-20.125	-1.029	16.731
Si	-33.795	1.757	16.604
Si	-19.841	4.398	16.289
Si	-17.826	-9.565	16.402
Si	-20.637	-7.079	16.602
Si	-17.586	-3.872	16.861
Si	-29.82	-0.06	18.738
Si	-17.041	-0.887	-4.457
Si	-18.514	-5.094	-2.499
Si	-22.641	4.93	-6.727
Si	-22.596	1.913	-2.535
Si	-24.61	-1.335	19.666
Si	-33.003	7.121	19.27
Si	-11.785	-6.524	-3.998
Si	-20.655	-2.989	-3.759
Si	-20.879	1.272	-6.42
Si	-21.818	-2.39	18.686
Si	-25.301	1.844	-3.838
Si	-21.645	2.189	19.373
Si	-21.344	6.189	-1.475
Si	-30.203	5.727	18.744
Si	-29.009	-2.302	-6.11
Si	-36.793	-5.818	19.477
Si	-18.86	7.985	-4.973
Si	-28.475	-2.658	19.235
Si	-25.932	-3.697	20.829
Si	-21.085	-0.435	-2.027
Si	-19.991	2.969	-4.007
Si	-24.836	7.178	-6.432
Si	-24.65	-5.775	18.791
Si	-13.537	4.613	-4.277
Si	-24.687	-6.071	-6.164
Si	-26.794	-6.119	-4.249
Si	-22.318	-5.022	-4.442
Si	-19.85	-5.655	-6.28
Si	-29.221	6.053	-3.602
Si	-27.766	2.315	-5.25
Si	-26.51	7.269	-3.896
Si	-22.375	5.215	19.339
Si	-24.443	8.095	20.373
Si	-19.01	-5.755	18.78
Si	-26.966	0.198	-1.756
Si	-20.241	-1.62	-6.553
Si	-13.452	6.134	-1.724
Si	-16.699	-6.828	-4.064
Si	-25.233	-7.165	-2.028
Si	-31.993	-6.579	19.452
Si	-14.715	5.84	-6.778
Si	-13.606	2.049	-2.689
Si	-19.075	-7.965	-1.241
Si	-16.754	-8.072	-6.712
Si	-25.224	5.399	19.168
Si	-14.223	-7.242	-2.227
Si	-18.484	-1.493	20.929
Si	-23.839	1.988	-6.462
Si	-14.518	-0.728	-2.904
Si	-22.501	-5.904	-1.607
Si	-20.833	5.677	-4.246
Si	-17.97	-3.059	-6.231
Si	-18.421	1.015	-2.402
Si	-14.379	-1.831	0.082
Si	-12.237	1.46	-0.02
Si	-15.073	4.723	0.388
Si	-12.388	7.117	0.688
Si	-14.542	-6.809	0.615
Si	-12.16	-3.97	0.693
Si	-8.93	-1.616	0.215
Si	-6.714	1.613	0.342
Si	-9.124	3.762	0.233
Si	-6.836	6.886	0.358
Si	-10.021	-6.184	0.308
Si	-6.937	-3.969	0.491
Si	-4.185	-1.469	0.551
Si	-1.637	1.6	0.356
Si	-3.88	3.727	0.481
Si	-1.438	6.842	0.741
Si	-3.703	-7.362	0.454
Si	-1.063	-4.534	0.334
Si	-13.502	0.007	1.404
Si	-10.878	2.762	1.476
Si	-13.587	5.604	1.953
Si	-10.763	-7.962	1.714
Si	-13.536	-5.27	2
Si	-10.659	-2.522	1.657
Si	-7.954	-0.002	1.597
Si	-5.351	2.667	1.89
Si	-8.103	5.401	1.618
Si	-5.406	-8.252	1.797
Si	-8.283	-5.374	1.73
Si	-5.529	-2.748	1.894
Si	-2.782	0.028	1.708
Si	-0.067	2.86	1.556
Si	-2.833	5.372	1.821
Si	-0.057	8.176	2.01
Si	-2.72	-5.564	1.645
Si	-0.091	-2.843	1.694
Si	-14.875	1.41	2.837
Si	-12.151	4.108	3.009
Si	-14.966	7.004	3.223
Si	-12.154	-6.721	3.205
Si	-15.052	-3.902	3.076
Si	-12.139	-1.2	2.941
Si	-9.492	1.365	2.877
Si	-6.774	4.104	3.08
Si	-9.42	6.868	2.975
Si	-6.818	-6.775	3.012
Si	-9.493	-3.951	3.139
Si	-6.795	-1.299	3.179
Si	-4.036	1.31	3.211
Si	-1.379	4.064	3.11
Si	-4.15	6.719	3.21
Si	-1.44	-6.758	3.219
Si	-4.052	-4.148	3.036
Si	-1.413	-1.395	3.006
Si	-16.226	0.124	4.322
Si	-13.543	2.745	4.323
Si	-16.276	5.559	4.507
Si	-13.548	-8.029	4.548
Si	-16.323	-5.276	4.487
Si	-13.562	-2.553	4.335
Si	-10.833	0.107	4.372
Si	-8.179	2.729	4.344
Si	-10.819	5.522	4.354
Si	-8.117	-8.13	4.424
Si	-10.841	-5.312	4.509
Si	-8.151	-2.642	4.516
Si	-5.425	0.005	4.537
Si	-2.686	2.705	4.507
Si	-5.489	5.406	4.549
Si	-2.774	-8.182	4.504
Si	-5.451	-5.439	4.407
Si	-2.731	-2.742	4.406
Si	-14.874	-1.212	11.344
Si	-12.174	1.478	11.324
Si	-14.775	4.225	11.26
Si	-12.201	-9.421	11.246
Si	-14.866	-6.668	11.318
Si	-12.193	-3.992	11.336
Si	-9.501	-1.274	11.287
Si	-6.819	1.367	11.151
Si	-9.512	4.141	11.243
Si	-6.816	-9.461	11.227
Si	-9.5	-6.696	11.249
Si	-6.829	-3.986	11.165
Si	-4.047	-1.365	11.24
Si	-1.329	1.393	11.192
Si	-4.05	4.112	11.143
Si	-1.263	6.824	11.139
Si	-4.004	-6.759	11.094
Si	-1.322	-4.089	11.215
Si	-13.505	0.15	12.738
Si	-10.837	2.853	12.708
Si	-13.461	5.566	12.719
Si	-10.871	-8.05	12.584
Si	-13.547	-5.324	12.755
Si	-10.819	-2.644	12.695
Si	-8.127	0.089	12.632
Si	-5.443	2.731	12.423
Si	-8.162	5.475	12.6
Si	-5.39	-8.038	12.431
Si	-8.158	-5.289	12.582
Si	-5.467	-2.72	12.566
Si	-2.67	0.03	12.558
Si	0.044	2.736	12.555
Si	-2.638	5.472	12.437
Si	0.05	8.139	12.595
Si	-2.693	-5.476	12.542
Si	0.098	-2.729	12.502
Si	-14.818	1.611	14.089
Si	-12.109	4.245	14.179
Si	-14.799	-9.375	14.091
Si	-12.145	-6.738	14.072
Si	-14.976	-3.921	14.075
Si	-12.156	-1.271	14.067
Si	-9.428	1.511	14.029
Si	-6.718	4.062	13.838
Si	-9.559	-9.444	13.909
Si	-6.674	-6.614	13.788
Si	-9.473	-4.007	14.098
Si	-6.773	-1.322	13.957
Si	-4.16	1.382	13.809
Si	-1.352	4.126	13.862
Si	-4.013	6.892	13.675
Si	-1.358	9.472	13.931
Si	-4.167	-4.205	13.86
Si	-1.245	-1.375	13.821
Si	-16.139	0.202	15.412
Si	-13.52	2.959	15.613
Si	-16.145	5.528	15.385
Si	-13.432	-8.077	15.551
Si	-16.279	-5.326	15.507
Si	-13.618	-2.55	15.438
Si	-10.761	0.12	15.383
Si	-7.99	2.849	15.388
Si	-10.743	5.651	15.565
Si	-7.988	-8.088	14.916
Si	-10.793	-5.422	15.48
Si	-8.098	-2.612	15.436
Si	-5.391	0.046	15.285
Si	-2.872	2.767	15.11
Si	-5.312	5.517	14.975
Si	-2.824	8.135	15.24
Si	-5.466	-5.453	15.457
Si	-2.732	-2.77	14.921
Si	-14.518	-0.77	16.824
Si	-12.19	1.37	16.748
Si	-14.711	4.545	17.044
Si	-12.328	-9.601	17.08
Si	-14.645	-6.489	16.79
Si	-12.514	-4.21	16.649
Si	-9.242	-1.022	16.779
Si	-6.944	1.15	16.696
Si	-8.881	4.655	16.648
Si	-6.685	6.856	16.239
Si	-9.158	-6.903	16.458
Si	-6.406	-3.627	16.731
Si	-4.041	-1.546	16.369
Si	-17.905	1.263	16.503
Si	-3.858	4.445	16.408
Si	-1.639	6.604	16.54
Si	-4.516	9.043	16.68
Si	-1.447	-4.089	16.281
Si	-10.714	-2.977	18.715
Si	-1.173	-2.172	-4.982
Si	-0.775	-6.569	-4.99
Si	-6.614	4.345	-4.159
Si	-5.238	0.121	-1.962
Si	0.806	3.252	-6.513
Si	-16.636	-7.766	18.744
Si	-8.153	6.821	21.003
Si	-4.716	-3.978	-3.352
Si	-7.279	-3.292	-4.52
Si	-2.662	-1.369	19.161
Si	-9.126	3.182	-2.654
Si	-5.237	2.812	18.704
Si	-4.999	5.428	-1.733
Si	-18.978	2.813	18.681
Si	-11.922	0.06	-4.098
Si	-20.412	-4.034	20.801
Si	-3.077	4.878	-5.693
Si	-16.271	-2.001	19.027
Si	-4.041	-3.683	20.667
Si	-2.503	-2.836	-1.385
Si	-3.315	-0.119	-4.286
Si	-9.75	7.462	-4.178
Si	-10.207	8.015	18.827
Si	-7.062	-3.778	19.881
Si	-9.98	-4.454	-5.053
Si	-12.586	-4.795	-6.294
Si	-7.25	6.959	-5.702
Si	-16.491	3.928	19.728
Si	-10.661	4.537	-4.928
Si	-6.668	2.182	-5.979
Si	-4.487	7.344	-5.4
Si	1.582	-2.986	-4.539
Si	-9.019	-5.587	18.963
Si	-2.729	-5.764	18.695
Si	-10.004	0.264	-1.971
Si	-12.037	4.599	20.928
Si	2.591	3.344	-1.675
Si	-2.729	6.312	-3.265
Si	-8.342	-7.667	-1.619
Si	-7.576	-5.088	-6.715
Si	-5.816	4.877	20.766
Si	2.264	2.231	-4.378
Si	0.094	7.227	-3.767
Si	-0.328	6.002	-6.668
Si	-10.483	3.114	18.865
Si	2.302	7.862	-1.913
Si	-2.407	1.528	19.352
Si	-6.18	-0.585	-4.679
Si	0.764	-0.343	-4.598
Si	-5.677	-6.081	-1.591
Si	-2.055	2.187	-6.148
Si	-2.728	-4.563	-5.521
Si	-0.459	-0.411	-1.682
Si	1.36	-1.341	5.711
Si	4.04	1.355	5.7
Si	1.348	4.07	5.803
Si	4.111	6.798	5.732
Si	1.386	-6.784	5.792
Si	4.056	-4.087	5.749
Si	6.751	-1.376	5.712
Si	9.448	1.361	5.661
Si	6.735	4.073	5.635
Si	9.433	6.771	5.664
Si	6.774	-6.82	5.694
Si	9.468	-4.103	5.652
Si	12.172	-1.377	5.605
Si	14.895	1.319	5.573
Si	12.157	4.055	5.644
Si	14.907	6.794	5.601
Si	12.203	9.481	5.683
Si	14.899	-4.095	5.592
Si	17.646	-1.392	5.507
Si	20.362	1.289	5.401
Si	17.641	4.03	5.537
Si	20.354	6.763	5.43
Si	17.639	9.486	5.504
Si	20.348	-4.104	5.399
Si	23.072	-1.424	5.293
Si	25.792	1.287	5.212
Si	23.071	4.014	5.325
Si	25.782	6.703	5.237
Si	23.078	9.473	5.338
Si	25.773	-4.163	5.234
Si	28.541	-1.449	5.193
Si	31.233	1.264	5.037
Si	28.512	3.961	5.128
Si	31.15	6.651	5.112
Si	28.467	9.423	5.152
Si	31.153	-4.153	5.164
Si	33.9	-1.397	5.045
Si	36.568	1.253	4.996
Si	33.843	3.94	5.014
Si	36.585	6.651	5.112
Si	33.834	9.425	5.166
Si	36.602	-4.154	5.058
Si	39.336	-1.445	4.912
Si	42.049	1.209	4.763
Si	39.278	3.958	4.938
Si	42.054	6.673	4.82
Si	39.342	9.397	4.992
Si	42.12	-4.206	4.836
Si	44.778	-1.459	4.632
Si	47.492	1.243	4.573
Si	44.765	3.932	4.681
Si	47.506	6.667	4.611
Si	44.737	9.423	4.707
Si	47.441	-4.138	4.635
Si	50.173	-1.423	4.632
Si	52.997	1.298	4.635
Si	50.213	3.946	4.588
Si	52.98	6.681	4.628
Si	50.23	9.399	4.624
Si	52.948	-4.154	4.649
Si	55.755	-1.393	4.657
Si	58.512	1.31	4.665
Si	55.745	4.029	4.575
Si	58.441	6.797	4.603
Si	55.72	9.461	4.648
Si	58.51	-4.106	4.668
Si	61.259	-1.415	4.625
Si	64.006	1.317	4.711
Si	61.24	4.066	4.681
Si	63.973	6.799	4.727
Si	61.177	9.533	4.635
Si	63.931	-4.074	4.725
Si	66.727	-1.363	4.809
Si	-61.071	1.379	4.855
Si	66.766	4.036	4.759
Si	-61.114	6.756	4.873
Si	66.693	9.492	4.803
Si	-61.12	-4.075	4.901
Si	-58.366	-1.321	4.966
Si	-55.66	1.375	5.091
Si	-58.364	4.097	4.923
Si	-55.701	6.789	5.052
Si	-58.395	9.514	4.976
Si	-55.663	-4.074	5.102
Si	-52.91	-1.343	5.23
Si	-50.241	1.37	5.329
Si	-52.97	4.08	5.198
Si	-50.276	6.802	5.397
Si	-53.048	9.538	5.243
Si	-50.312	-4.024	5.423
Si	-47.563	-1.268	5.535
Si	-44.824	1.544	5.507
Si	-47.475	4.089	5.435
Si	-44.827	6.812	5.503
Si	-47.549	-6.786	5.496
Si	-44.84	-3.984	5.606
Si	-42.11	-1.179	5.607
Si	-39.427	1.53	5.575
Si	-42.121	4.225	5.46
Si	-39.412	6.919	5.526
Si	-42.072	-6.77	5.623
Si	-39.399	-3.982	5.684
Si	-36.685	-1.207	5.668
Si	-33.952	1.501	5.667
Si	-36.677	4.218	5.615
Si	-33.982	6.939	5.7
Si	-36.731	-6.695	5.638
Si	-33.985	-3.944	5.745
Si	-31.223	-1.281	5.783
Si	-28.499	1.446	5.861
Si	-31.271	4.193	5.767
Si	-28.56	6.916	5.911
Si	-31.264	-6.697	5.836
Si	-28.532	-3.958	5.826
Si	-25.824	-1.265	5.871
Si	-23.051	1.433	5.92
Si	-25.771	4.142	5.967
Si	-23.025	6.939	5.992
Si	-25.816	-6.659	6.007
Si	-23.078	-3.891	5.927
Si	-20.308	-1.196	5.838
Si	-17.588	1.473	5.743
Si	-20.261	4.16	5.93
Si	-17.611	6.932	5.876
Si	-20.322	-6.671	5.941
Si	-17.641	-3.905	5.847
Si	-14.883	-1.21	5.751
Si	-12.202	1.439	5.75
Si	-14.868	4.146	5.75
Si	-12.173	6.858	5.79
Si	-14.923	-6.63	5.843
Si	-12.252	-3.934	5.778
Si	-9.535	-1.265	5.801
Si	-6.822	1.416	5.783
Si	-9.489	4.136	5.73
Si	-6.808	6.841	5.84
Si	-9.475	-6.733	5.794
Si	-6.774	-4.049	5.796
Si	-4.06	-1.388	5.815
Si	-1.329	1.325	5.809
Si	-4.071	4.061	5.844
Si	-1.369	6.802	5.824
Si	-4.119	-6.786	5.816
Si	-1.344	-4.036	5.8
Si	2.722	-0.001	7.097
Si	5.414	2.72	7.04
Si	2.747	5.449	7.102
Si	5.444	-8.155	7.096
Si	2.731	-5.428	7.147
Si	5.429	-2.726	7.094
Si	8.128	-0.009	7.036
Si	10.832	2.697	7.014
Si	8.091	5.423	7.024
Si	10.823	8.135	7.009
Si	8.141	-5.449	7.045
Si	10.843	-2.737	6.986
Si	13.569	-0.04	6.948
Si	16.289	2.688	6.888
Si	13.549	5.439	6.943
Si	16.312	8.152	6.902
Si	13.571	-5.436	6.976
Si	16.316	-2.747	6.893
Si	19.039	-0.037	6.809
Si	21.76	2.654	6.715
Si	19.044	5.405	6.824
Si	21.74	8.14	6.737
Si	19.027	-5.455	6.803
Si	21.763	-2.764	6.709
Si	24.476	-0.069	6.617
Si	27.185	2.63	6.547
Si	24.455	5.377	6.642
Si	27.161	8.072	6.557
Si	24.466	-5.493	6.656
Si	27.166	-2.793	6.562
Si	29.922	-0.073	6.485
Si	32.547	2.615	6.437
Si	29.85	5.31	6.513
Si	32.498	8.029	6.476
Si	29.809	-5.52	6.513
Si	32.571	-2.776	6.427
Si	35.275	-0.083	6.404
Si	37.962	2.602	6.315
Si	35.238	5.251	6.398
Si	37.996	8.043	6.359
Si	35.257	-5.516	6.424
Si	38.011	-2.779	6.32
Si	40.739	-0.099	6.214
Si	43.446	2.568	6.091
Si	40.726	5.305	6.211
Si	43.447	8.047	6.119
Si	40.76	-5.531	6.232
Si	43.497	-2.804	6.107
Si	46.155	-0.106	5.997
Si	48.866	2.585	5.962
Si	46.175	5.294	5.996
Si	48.874	8.03	5.979
Si	46.145	-5.533	6.034
Si	48.841	-2.808	6.006
Si	51.593	-0.076	5.965
Si	54.353	2.683	5.963
Si	51.6	5.307	5.96
Si	54.334	8.075	5.977
Si	51.593	-5.544	5.99
Si	54.352	-2.779	5.969
Si	57.109	-0.034	6.012
Si	59.86	2.685	6.019
Si	57.08	5.407	5.949
Si	59.816	8.142	5.976
Si	57.107	-5.492	5.982
Si	59.867	-2.743	6.016
Si	62.595	-0.052	6.03
Si	65.341	2.689	6.09
Si	62.591	5.42	6.056
Si	65.3	8.143	6.138
Si	62.537	-5.448	6.037
Si	65.308	-2.737	6.112
Si	-62.495	0.011	6.177
Si	-59.763	2.734	6.266
Si	-62.502	5.392	6.198
Si	-59.798	8.132	6.287
Si	-62.532	-5.46	6.204
Si	-59.787	-2.705	6.282
Si	-57.062	0.006	6.409
Si	-54.373	2.735	6.528
Si	-57.094	5.439	6.39
Si	-54.418	8.131	6.521
Si	-57.085	-5.451	6.399
Si	-54.348	-2.718	6.518
Si	-51.638	0.022	6.668
Si	-48.925	2.744	6.727
Si	-51.684	5.418	6.66
Si	-48.969	-8.141	6.796
Si	-51.723	-5.432	6.67
Si	-48.969	-2.666	6.806
Si	-46.217	0.144	6.84
Si	-43.484	2.884	6.877
Si	-46.214	5.47	6.853
Si	-43.507	-8.132	6.898
Si	-46.238	-5.395	6.88
Si	-43.494	-2.585	6.928
Si	-40.769	0.164	6.969
Si	-38.07	2.867	6.965
Si	-40.791	5.56	6.886
Si	-38.094	-8.065	6.976
Si	-40.784	-5.355	6.996
Si	-38.035	-2.599	7.011
Si	-35.332	0.151	7.035
Si	-32.646	2.84	7.106
Si	-35.349	5.556	7.031
Si	-32.659	-8.054	7.135
Si	-35.374	-5.338	7.036
Si	-32.627	-2.603	7.127
Si	-29.898	0.093	7.173
Si	-27.166	2.784	7.261
Si	-29.925	5.513	7.189
Si	-27.208	-8.048	7.284
Si	-29.905	-5.32	7.181
Si	-27.18	-2.623	7.226
Si	-24.441	0.074	7.244
Si	-21.671	2.803	7.252
Si	-24.412	5.538	7.289
Si	-21.662	-8.028	7.319
Si	-24.427	-5.272	7.29
Si	-21.667	-2.56	7.23
Si	-18.933	0.147	7.179
Si	-16.228	2.815	7.143
Si	-18.93	5.561	7.265
Si	-16.247	-8.02	7.207
Si	-18.959	-5.28	7.243
Si	-16.225	-2.571	7.164
Si	-13.539	0.107	7.161
Si	-10.853	2.805	7.108
Si	-13.529	5.505	7.145
Si	-10.847	-8.078	7.157
Si	-13.565	-5.283	7.196
Si	-10.896	-2.606	7.167
Si	-8.164	0.071	7.156
Si	-5.456	2.73	7.179
Si	-8.177	5.481	7.159
Si	-5.45	-8.123	7.192
Si	-8.142	-5.381	7.172
Si	-5.427	-2.71	7.168
Si	-2.697	-0.02	7.16
Si	0.025	2.697	7.159
Si	-2.712	5.44	7.178
Si	0.036	-8.16	7.132
Si	-2.711	-5.415	7.131
Si	0.027	-2.681	7.136
Si	1.404	1.36	8.503
Si	4.102	4.083	8.451
Si	1.411	6.812	8.478
Si	4.103	-6.794	8.483
Si	1.384	-4.059	8.495
Si	4.102	-1.348	8.456
Si	6.784	1.36	8.391
Si	9.493	4.087	8.354
Si	6.807	-9.51	8.432
Si	9.521	9.529	8.395
Si	6.813	-4.079	8.436
Si	9.515	-1.371	8.362
Si	12.232	1.325	8.32
Si	14.964	4.085	8.232
Si	12.23	6.804	8.323
Si	14.994	9.545	8.265
Si	12.231	-4.075	8.34
Si	14.978	-1.388	8.266
Si	17.709	1.336	8.18
Si	20.459	4.04	8.105
Si	17.721	6.793	8.193
Si	20.421	9.517	8.128
Si	17.71	-4.104	8.207
Si	20.439	-1.407	8.096
Si	23.158	1.283	8.021
Si	25.855	4.004	7.931
Si	23.144	6.768	8.03
Si	25.853	9.451	7.952
Si	23.16	-4.108	8.042
Si	25.862	-1.418	7.97
Si	28.577	1.271	7.885
Si	31.234	3.954	7.854
Si	28.545	6.71	7.875
Si	31.189	9.436	7.829
Si	28.522	-4.148	7.919
Si	31.265	-1.439	7.84
Si	33.951	1.283	7.769
Si	36.64	3.917	7.718
Si	33.914	6.649	7.749
Si	36.656	9.425	7.705
Si	33.94	-4.125	7.775
Si	36.67	-1.435	7.71
Si	39.392	1.248	7.603
Si	42.12	3.917	7.504
Si	39.397	6.652	7.61
Si	42.127	9.395	7.514
Si	39.431	-4.135	7.591
Si	42.143	-1.458	7.511
Si	44.827	1.218	7.445
Si	47.53	3.935	7.363
Si	44.863	6.654	7.397
Si	47.547	9.405	7.361
Si	44.851	-4.168	7.447
Si	47.516	-1.447	7.39
Si	50.242	1.267	7.346
Si	52.961	3.978	7.353
Si	50.25	6.673	7.329
Si	52.969	9.422	7.346
Si	50.231	-4.181	7.351
Si	52.954	-1.444	7.32
Si	55.694	1.308	7.328
Si	58.443	4.056	7.321
Si	55.695	6.72	7.334
Si	58.445	9.465	7.359
Si	55.729	-4.129	7.314
Si	58.469	-1.398	7.362
Si	61.202	1.302	7.38
Si	63.93	4.034	7.428
Si	61.183	6.793	7.355
Si	63.897	9.528	7.429
Si	61.175	-4.115	7.405
Si	63.924	-1.387	7.452
Si	66.653	1.343	7.511
Si	-61.172	4.058	7.611
Si	66.638	6.757	7.51
Si	-61.203	9.491	7.609
Si	66.623	-4.098	7.523
Si	-61.202	-1.352	7.598
Si	-58.479	1.364	7.707
Si	-55.785	4.097	7.832
Si	-58.501	6.776	7.73
Si	-55.802	9.493	7.831
Si	-58.5	-4.093	7.698
Si	-55.759	-1.36	7.829
Si	-53.063	1.386	7.963
Si	-50.345	4.084	8.059
Si	-53.097	6.785	7.952
Si	-50.389	-6.778	8.079
Si	-53.102	-4.077	7.983
Si	-50.352	-1.312	8.117
Si	-47.635	1.44	8.179
Si	-44.892	4.159	8.26
Si	-47.645	-9.513	8.179
Si	-44.908	-6.779	8.236
Si	-47.655	-4.041	8.182
Si	-44.912	-1.239	8.23
Si	-42.183	1.506	8.281
Si	-39.457	4.219	8.302
Si	-42.176	-9.457	8.29
Si	-39.436	-6.71	8.359
Si	-42.182	-3.986	8.295
Si	-39.438	-1.236	8.324
Si	-36.734	1.498	8.364
Si	-34.034	4.195	8.437
Si	-36.742	-9.414	8.374
Si	-34.038	-6.679	8.445
Si	-36.715	-3.958	8.392
Si	-33.991	-1.208	8.437
Si	-31.286	1.478	8.488
Si	-28.557	4.166	8.559
Si	-31.3	-9.425	8.495
Si	-28.57	-6.663	8.588
Si	-31.297	-3.968	8.511
Si	-28.556	-1.255	8.557
Si	-25.803	1.428	8.596
Si	-23.041	4.16	8.608
Si	-25.829	-9.43	8.604
Si	-23.065	-6.665	8.62
Si	-25.814	-3.945	8.622
Si	-23.058	-1.261	8.608
Si	-20.302	1.448	8.591
Si	-17.545	4.18	8.568
Si	-20.292	-9.408	8.632
Si	-17.592	-6.656	8.584
Si	-20.34	-3.945	8.587
Si	-17.585	-1.23	8.537
Si	-14.88	1.471	8.534
Si	-12.171	4.159	8.505
Si	-14.866	-9.409	8.509
Si	-12.202	-6.691	8.521
Si	-14.895	-3.924	8.578
Si	-12.213	-1.25	8.568
Si	-9.532	1.431	8.5
Si	-6.808	4.125	8.512
Si	-9.512	-9.449	8.521
Si	-6.798	-6.744	8.533
Si	-9.529	-3.992	8.502
Si	-6.795	-1.313	8.483
Si	-4.072	1.351	8.496
Si	-1.317	4.082	8.502
Si	-4.07	-9.499	8.505
Si	-1.311	-6.771	8.458
Si	-4.051	-4.05	8.505
Si	-1.321	-1.347	8.524
Si	0.047	0.013	9.866
Si	2.776	2.728	9.851
Si	0.089	5.432	9.835
Si	2.737	8.186	9.858
Si	0.038	-5.437	9.855
Si	2.781	-2.718	9.826
Si	5.471	0.02	9.81
Si	8.161	2.722	9.715
Si	5.453	5.465	9.796
Si	8.184	-8.145	9.771
Si	5.481	-5.432	9.824
Si	8.186	-2.699	9.772
Si	10.912	-0.047	9.702
Si	13.638	2.722	9.588
Si	10.881	5.452	9.68
Si	13.623	8.209	9.6
Si	10.894	10.91	9.735
Si	13.653	-2.744	9.659
Si	16.375	-0.01	9.562
Si	19.134	2.681	9.475
Si	16.366	5.449	9.541
Si	19.086	8.175	9.527
Si	16.383	10.879	9.613
Si	19.123	-2.741	9.494
Si	21.838	-0.073	9.415
Si	24.545	2.653	9.332
Si	21.824	5.427	9.426
Si	24.532	8.125	9.355
Si	21.826	10.879	9.435
Si	24.541	-2.757	9.391
Si	27.27	-0.075	9.305
Si	29.932	2.603	9.269
Si	27.23	5.36	9.257
Si	29.898	8.072	9.226
Si	27.203	10.814	9.302
Si	29.933	-2.789	9.233
Si	32.648	-0.076	9.152
Si	35.338	2.587	9.136
Si	32.632	5.301	9.178
Si	35.306	8.026	9.036
Si	32.581	10.826	9.114
Si	35.325	-2.761	9.098
Si	38.059	-0.074	9.018
Si	40.794	2.576	8.932
Si	38.065	5.277	8.971
Si	40.79	8.036	8.883
Si	38.074	10.834	8.937
Si	40.789	-2.756	8.921
Si	43.504	-0.123	8.885
Si	46.203	2.588	8.781
Si	43.542	5.28	8.785
Si	46.249	7.998	8.739
Si	43.507	10.782	8.799
Si	46.205	-2.807	8.81
Si	48.901	-0.091	8.73
Si	51.595	2.612	8.73
Si	48.925	5.285	8.701
Si	51.588	8.05	8.702
Si	48.912	10.758	8.74
Si	51.615	-2.816	8.701
Si	54.298	-0.059	8.673
Si	57.056	2.681	8.656
Si	54.33	5.351	8.692
Si	57.061	8.087	8.687
Si	54.365	10.815	8.647
Si	57.072	-2.767	8.689
Si	59.817	-0.047	8.742
Si	62.539	2.663	8.762
Si	59.804	5.419	8.684
Si	62.505	8.166	8.743
Si	59.789	10.834	8.734
Si	62.531	-2.763	8.771
Si	65.252	-0.018	8.845
Si	67.986	2.687	8.908
Si	65.249	5.389	8.836
Si	67.961	8.11	8.925
Si	65.225	10.864	8.856
Si	67.951	-2.722	8.912
Si	-59.893	-0.003	9.023
Si	-57.181	2.717	9.135
Si	-59.894	5.404	9.061
Si	-57.178	8.123	9.154
Si	-59.888	10.848	9.032
Si	-57.186	-2.747	9.107
Si	-54.463	0.005	9.265
Si	-51.748	2.745	9.393
Si	-54.495	5.436	9.292
Si	-51.773	8.128	9.364
Si	-54.491	10.828	9.264
Si	-51.766	-2.72	9.373
Si	-49.036	0.079	9.496
Si	-46.321	2.805	9.566
Si	-49.063	5.445	9.499
Si	-46.32	-8.144	9.568
Si	-49.065	-5.418	9.483
Si	-46.328	-2.629	9.524
Si	-43.587	0.133	9.61
Si	-40.841	2.865	9.651
Si	-43.588	5.531	9.641
Si	-40.84	-8.083	9.663
Si	-43.583	-5.379	9.588
Si	-40.818	-2.619	9.646
Si	-38.109	0.13	9.706
Si	-35.406	2.836	9.786
Si	-38.111	5.536	9.726
Si	-35.409	-8.047	9.773
Si	-38.099	-5.32	9.721
Si	-35.37	-2.587	9.755
Si	-32.657	0.133	9.85
Si	-29.932	2.81	9.889
Si	-32.682	5.543	9.815
Si	-29.946	-8.071	9.875
Si	-32.687	-5.332	9.832
Si	-29.955	-2.599	9.886
Si	-27.18	0.074	9.932
Si	-24.445	2.798	9.933
Si	-27.205	5.512	9.936
Si	-24.461	-8.048	9.926
Si	-27.192	-5.313	9.943
Si	-24.422	-2.619	9.981
Si	-21.681	0.087	9.952
Si	-18.924	2.815	9.919
Si	-21.671	5.528	9.941
Si	-18.937	-8.014	9.96
Si	-21.695	-5.307	9.957
Si	-18.955	-2.589	9.903
Si	-16.217	0.104	9.914
Si	-13.493	2.815	9.895
Si	-16.176	5.562	9.91
Si	-13.551	-8.043	9.902
Si	-16.227	-5.306	9.946
Si	-13.538	-2.595	9.976
Si	-10.852	0.103	9.931
Si	-8.181	2.773	9.856
Si	-10.853	5.521	9.891
Si	-8.166	-8.088	9.885
Si	-10.866	-5.334	9.904
Si	-8.185	-2.616	9.848
Si	-5.415	-0.01	9.862
Si	-2.698	2.725	9.82
Si	-5.452	5.493	9.86
Si	-2.648	-8.146	9.792
Si	-5.43	-5.372	9.85
Si	-2.684	-2.713	9.873
O	8.79	3.526	20.379
O	2.734	-2.941	19.804
O	-2.541	0.031	19.939
O	2.966	0.156	17.119
O	5.223	4.438	19.21
O	-0.248	2.593	15.875
O	4.048	6.554	18.03
O	20.625	-6.132	-3.443
O	2.761	-5.446	17.065
O	13.854	-4.1	-3.681
O	4.55	-3.845	18.083
O	7.633	-2.805	19.556
O	6.506	-1.603	17.589
O	8.34	0.134	16.937
O	17.051	5.834	-6.027
O	13.84	5.391	16.799
O	4.825	2.06	17.837
O	8.628	5.624	16.994
O	6.108	2.202	20.109
O	10.728	7.764	16.938
O	7.715	-6.592	17.76
O	9.41	-4.013	17.972
O	9.113	7.803	-5.418
O	5.809	1.123	-5.757
O	12.899	-0.975	17.674
O	-1.665	1.484	17.92
O	13.511	-5.235	19.529
O	12.209	3.334	17.328
O	0.741	3.102	17.954
O	2.458	-5.44	20.442
O	0.917	-7.124	17.988
O	12.645	-7.182	18.023
O	12.062	-4.387	-5.408
O	21.592	4.311	-5.524
O	14.458	-4.196	17.379
O	18.198	-3.853	-5.223
O	11.127	2.825	-5.052
O	14.089	-7.823	-3.894
O	17.182	-1.444	-4.831
O	9.292	-6.69	-2.379
O	12.001	-2.398	-3.417
O	11.198	-2.666	16.727
O	5.695	0.322	-3.259
O	4.76	7.543	-4.004
O	5.141	-1.871	19.732
O	19.232	4.96	-4.666
O	23.527	3.627	-3.873
O	-1.083	7.469	17.799
O	-1.433	-6.618	19.147
O	7.156	8.067	-2.997
O	5.683	-8.091	16.996
O	19.152	8.014	-3.354
O	8.436	-7.902	20.007
O	15.371	5.263	-3.469
O	13.774	-1.81	-5.915
O	-5.656	-3.88	20.682
O	5.36	-3.617	-3.564
O	7.328	-5.529	-3.508
O	-1.658	5.916	20.179
O	14.736	4.777	-6.032
O	0.581	-4	18.862
O	3.198	5.663	20.411
O	4.146	-1.674	-2.37
O	-3.325	-4.947	19.951
O	0.63	5.424	19.09
O	12.221	0.342	-5.217
O	16.421	-3.395	-3.198
O	18.62	2.801	-0.339
O	4.779	-4.232	20.719
O	7.042	-0.157	19.745
O	11.618	-7.807	-4.921
O	17.149	6.805	-2.301
O	6.845	-6.418	-1.155
O	11.838	-0.024	-2.247
O	16.263	0.423	-3.274
O	15.866	-3.597	-6.058
O	9.99	-3.316	20.517
O	22.209	0.006	-0.545
O	14.285	-5.973	-5.686
O	6.208	-4.827	-5.743
O	9.986	0.805	-3.856
O	14.899	6.232	-1.101
O	8.141	8.027	-0.093
O	18.916	0.042	-3.641
O	15.677	-5.866	-3.368
O	9.999	0.934	-6.506
O	11.491	2.509	-2.503
O	10.875	4.92	-3.321
O	9.902	6.418	-1.233
O	12.048	4.968	-1.021
O	12.473	-2.074	-0.829
O	-1.519	2.42	20.368
O	19.244	-7.09	-5.528
O	3.257	-7.26	-5.591
O	6.13	-6.614	19.839
O	21.121	-0.942	-2.679
O	5.215	5.464	0.002
O	17.499	1.236	-5.43
O	11.359	3.321	19.755
O	2.53	-2.697	-0.01
O	16.283	-5.624	-0.169
O	14.715	-4.132	-1.35
O	16.663	-1.161	-1.212
O	18.038	-7.316	-1.138
O	4.538	0.511	-0.922
O	6.483	-1.177	-1.233
O	5.984	2.943	-3.705
O	20.181	1.214	-1.451
O	19.55	6.874	-1.131
O	-0.376	5.839	-0.068
O	-49.98	-7.71	-5.988
O	21.498	5.378	-0.371
O	16.483	-7.457	-5.322
O	-0.022	-2.979	-4.097
O	19.886	2.39	-4.996
O	26.364	-6.26	-3.036
O	9.537	1.243	-1.306
O	12.024	7.176	-2.646
O	15.079	0.949	-1.071
O	13.445	2.809	-0.249
O	11.56	-6.571	-1.053
O	2.879	-7.35	-2.927
O	13.425	8.127	-0.174
O	13.177	6.313	-4.799
O	8.128	-2.805	-0.12
O	9.858	-4.547	-0.952
O	10.769	-0.277	0.211
O	0.025	-0.103	-3.179
O	30.528	3.47	18.693
O	16.086	-4.499	19.357
O	16.518	-2.58	16.835
O	18.406	-0.901	17.763
O	30.208	6.559	-6.674
O	16.439	2.704	16.556
O	25.789	-6.908	-5.361
O	24.894	5.371	19.674
O	19.249	-5.457	16.832
O	28.919	-5.718	-4.149
O	20.847	-3.683	17.997
O	25.679	-3.468	19.522
O	23.103	-1.258	17.578
O	24.865	0.13	16.523
O	35.957	2.775	-6.777
O	30.085	5.405	16.41
O	20.15	1.042	17.539
O	25.61	6.375	17.377
O	18.122	4.386	17.459
O	27.346	8.109	16.479
O	23.742	-7.138	17.721
O	25.565	-4.736	17.291
O	23.415	-7.957	-6.228
O	24.537	-0.264	-3.876
O	29.107	-0.844	17.201
O	21.909	2.814	16.658
O	16.583	-2.081	20.252
O	31.999	-5.082	17.383
O	23.429	4.847	17.413
O	14.357	1.118	17.007
O	24.631	0.713	-6.173
O	17.355	-7.304	17.178
O	29.072	-6.464	17.402
O	18.237	6.813	18.396
O	29.658	-6.037	19.967
O	32.94	-2.887	16.412
O	34.691	-1.625	-4.438
O	29.926	7.698	-4.181
O	-11.152	-2.936	20.252
O	33.907	-4.031	-3.56
O	14.404	-7.688	20.003
O	20.247	5.925	17.024
O	27.387	-2.82	16.586
O	15.99	5.006	20.095
O	26.069	-1.507	-2.314
O	26.524	4.885	-3.725
O	-58.298	0.868	-3.88
O	-32.891	-7.784	20.039
O	25.676	3.77	17.782
O	29.219	1.184	18.965
O	15.695	7.103	17.703
O	38.245	-1.564	-1.83
O	35.574	7.181	-1.33
O	37.24	-0.998	-4.288
O	22.409	-7.222	20.006
O	23.964	-5.498	-4.09
O	23.4	6.09	-4.877
O	27.081	0.45	-3.86
O	30.015	-7.245	-6.294
O	24.154	-7.999	-3.696
O	22.229	-4.235	-2.632
O	31.078	4.268	-5.938
O	54.769	-1.121	-5.116
O	58.132	1.703	-2.013
O	25.374	-3.943	-1.443
O	-14.761	-6.376	-0.954
O	16.926	-7.661	19.622
O	30.402	-1.484	-5.766
O	27.05	6.68	20.616
O	35.35	3.324	-3.873
O	21.565	-4.228	20.572
O	37.271	7.146	-5.661
O	22.512	0.532	19.572
O	1.565	4.468	-1.141
O	-4.382	5.809	-5.976
O	33.949	7.878	-3.43
O	22.244	-6.555	-1.375
O	29.869	-3.323	-3.724
O	32.471	-3.104	-5.531
O	52.097	-7.204	-3.648
O	35.545	0.693	-3.438
O	18.521	3.159	20.985
O	-48.387	-8.098	-3.959
O	28.049	-4.313	-2.188
O	32.373	5.508	-0.746
O	21.531	7.997	-4.516
O	24.21	8.097	-0.626
O	35.705	5.337	-6.834
O	50.356	4.442	17.154
O	-44.696	7.355	-1.503
O	27.198	0.506	-6.584
O	47.832	3.806	-6.403
O	-32.865	0.649	-3.278
O	-43.685	6.727	20.127
O	28.897	4.403	-4.655
O	41.425	-5.069	-2.095
O	25.938	6.295	-1.574
O	27.618	4.219	-1.447
O	52.594	3.723	20.981
O	-53.773	-7.127	17.677
O	20.311	-1.768	-5.028
O	36.492	-7.917	-3.404
O	21.051	3.725	-3.031
O	-6.972	-6.929	-2.064
O	35.516	0.266	-5.986
O	22.399	1.451	-2.799
O	34.73	7.575	-6.007
O	27.11	-0.492	18.87
O	32.231	7.582	-5.405
O	54.555	-8.115	15.959
O	18.682	-2.787	-0.358
O	32.514	-5.503	-0.731
O	30.573	-3.843	-1.365
O	34.013	-1.906	-1.962
O	34.63	-6.778	-1.602
O	-41.153	2.05	20.294
O	23.699	-1.993	-1.228
O	25.473	1.052	-1.762
O	40.791	1.541	-1.639
O	16.791	4.434	-1.268
O	36.372	5.771	-3.608
O	-31.501	6.646	18.947
O	20.2	-4.827	-1.19
O	30.668	-3.553	19.749
O	27.305	-0.043	-0.46
O	-62.419	7.546	17.231
O	31.167	0.9	-2.005
O	29.621	2.631	-0.8
O	-36.921	-1.39	18.411
O	-10.092	-6.755	19.378
O	30.648	7.293	-1.604
O	30.825	5.415	-3.406
O	24.288	-2.966	-3.589
O	26.876	-5.659	-0.193
O	28.869	-1.876	-1.608
O	31.722	0.559	-4.684
O	43.783	2.493	19.097
O	54.448	5.354	-1.221
O	35.115	-1.831	17.355
O	35.918	0.538	17.36
O	37.361	4.589	18.895
O	33.906	4.874	17.39
O	36.771	6.119	16.827
O	48.281	-3.48	-4.583
O	35.553	-5.674	16.202
O	45.726	-2.95	-4.254
O	37.821	-4.48	16.954
O	39.913	-4.917	18.658
O	39.099	-1.646	17.175
O	40.928	-0.114	16.109
O	51.172	3.739	-6.588
O	46.31	5.389	16.063
O	37.508	2.546	17.088
O	39.206	5.07	17.251
O	36.17	2.456	19.406
O	43.32	7.835	16.108
O	39.753	-6.326	16.592
O	42.023	-4.751	17.011
O	29.376	-1.253	19.766
O	39.246	1.698	-3.7
O	45.361	-2.038	16.81
O	49.985	-6.401	-4.787
O	31.269	1.138	17.481
O	46.71	-5.494	15.806
O	44.315	4.191	17.158
O	32.845	2.752	16.35
O	33.77	-6.571	19.018
O	33.351	-7.213	16.636
O	44.954	-6.677	17.138
O	43.096	-3.367	-6.733
O	46.202	-4.333	18.041
O	48.565	-3.809	16.542
O	45.732	2.724	-4.01
O	45.602	7.49	-3.9
O	47.478	-1.626	-2.865
O	44.186	-4.266	-2.698
O	43.054	-2.474	-4.29
O	43.425	-3.011	15.685
O	29.387	5.497	20.051
O	-46.437	-7.612	-0.31
O	45.91	5.041	-2.662
O	38.84	-2.588	19.653
O	41.306	5.789	16.099
O	47.484	0.57	17.295
O	32.182	6.819	17.017
O	28.957	7.9	19.145
O	40.731	-7.337	-3.483
O	38.24	8.049	15.899
O	55.401	-3.021	-6.755
O	-35.052	2.596	20.183
O	48.621	5.036	-4.106
O	38.172	7.108	18.797
O	58.01	3.589	18.939
O	43.779	5.521	-4.049
O	38.84	-3.035	-3.882
O	40.375	-5.017	-4.554
O	-32.823	-5.225	19.527
O	34.426	-0.554	19.47
O	33.72	3.378	20.336
O	39.308	0.11	-5.824
O	31.323	-7.344	18.455
O	51.724	-4.484	-4.299
O	33.708	-2.869	20.853
O	52.383	-6.239	-6.046
O	50.882	2.89	-2.1
O	-23.857	-7.004	19.483
O	52.722	1.517	-6.404
O	40.255	-0.437	19.253
O	47.536	-7.35	-5.047
O	45.391	-6.216	-4.158
O	50.32	6.968	-3.422
O	39.004	-7.404	-1.617
O	44.208	0.795	-4.976
O	51.394	-1.807	-4.42
O	-29.148	6.431	17.762
O	42.329	-4.63	19.659
O	-31.487	4.703	-0.69
O	-14.018	-4.07	-6.53
O	31.97	5.585	19.237
O	41.59	1.087	-4.816
O	47.918	6.868	-2.232
O	44.193	6.054	-6.522
O	57.168	-1.334	-4.159
O	65.561	4.27	19.237
O	45.235	-7.813	-6.292
O	58.128	7.316	16.784
O	64.559	-4.526	-4.73
O	39.893	2.64	-6.05
O	-27.919	-4.359	-1.023
O	-56.798	7.559	-1.149
O	40.115	3.999	20.945
O	53.237	1.896	-2.112
O	42.951	5.409	-1.061
O	44.194	3.288	-1.921
O	-11.593	4.155	19.447
O	-3.871	0.436	-2.836
O	38.564	-4.134	-6.221
O	30.115	-4.074	-6.144
O	-47.026	6.329	-2.275
O	41.875	6.64	-5.508
O	37.87	-6.588	18.458
O	41.188	-2.678	18.366
O	37.666	5.52	-0.82
O	42.829	0.051	19.105
O	51.462	0.708	-3.562
O	34.07	7.085	18.848
O	45.001	0.446	17.786
O	35.419	-3.371	-0.521
O	48.9	-5.693	-1.18
O	47.14	-4.097	-2.261
O	50.303	-1.23	-2.151
O	50.74	-7.631	-1.52
O	-32.659	-2.545	16.974
O	38.041	1.175	-1.458
O	-4.888	-0.986	-0.84
O	53.766	4.014	-6.4
O	52.653	7.004	-2.203
O	33.893	5.549	-4.478
O	42.799	-5.957	-4.129
O	-61.635	4.304	20.977
O	51.43	-7.602	20.367
O	-15.571	-1.319	-3.958
O	44.385	-3.021	19.14
O	-17.761	2.006	17.951
O	42.982	0.014	-1.113
O	-60.178	8.129	16.177
O	48.083	0.766	-2.179
O	46.701	2.812	-1.526
O	44.046	-6.709	-1.926
O	39.141	3.561	-1.78
O	45.972	8.073	-1.071
O	46.173	5.266	-5.149
O	40.353	-2.912	-1.079
O	55.072	4.092	16.665
O	-40.305	-0.569	-4.239
O	46.713	0.353	-4.461
O	58.266	1.717	17.081
O	50.996	-3.865	17.678
O	49.818	-1.683	17.175
O	51.681	-0.106	16.117
O	-13.239	-3.015	-0.132
O	48.946	2.498	16.136
O	-18.677	-4.525	-6.25
O	65.307	-2.555	-6.355
O	51.667	-5.738	15.747
O	61.5	-3.664	-3.327
O	53.432	-4.299	16.847
O	55.864	-5.128	18.483
O	55.895	2.078	18.259
O	56.902	-0.152	15.967
O	64.977	5.763	-6.596
O	62.333	5.116	16.094
O	63.698	-6.555	-6.195
O	-35.303	-3.7	-3.159
O	55.177	-2.007	16.694
O	56.79	-0.4	-6.725
O	56.715	-6.552	16.536
O	67.754	1.731	-5.714
O	46.2	3.249	18.682
O	-42.969	0.139	20.254
O	60.892	-0.206	16.728
O	57.853	1.147	19.698
O	48.737	3.206	18.881
O	64.098	-3.783	16.933
O	61.005	2.658	16.582
O	48.946	7.691	19.006
O	59.826	-2.564	-5.115
O	49.782	-7.19	16.884
O	-30.839	0.274	19.944
O	54.277	4.544	19.071
O	57.309	-4.225	20.403
O	64.646	-2.611	19.177
O	56.286	-3.794	-4.35
O	62.119	1.625	-6.507
O	52.74	6.292	19.969
O	63.529	-2.229	-4.203
O	59.355	-4.974	-3.833
O	-6.203	-3.305	-3.294
O	59.6	-2.534	16.065
O	47.435	5.42	19.439
O	57.935	-3.172	-2.262
O	56.206	1.123	-4.741
O	52.734	-4.646	19.379
O	57.121	5.245	15.641
O	-60.985	5.764	-4.918
O	63.921	2.122	19.447
O	47.876	7.35	16.721
O	47.463	-6.677	18.053
O	56.375	7.839	-4.143
O	-25.141	7.002	19.372
O	65.986	-6.781	-4.912
O	-60.922	-2.813	-5.226
O	55.938	6.261	17.939
O	66.796	6.816	-2.823
O	-60.993	-0.347	20.441
O	55.429	5.886	-5.55
O	58.277	1.65	-6.298
O	54.961	-5.491	-5.996
O	54.3	-8.018	-5.777
O	-46.115	2.731	-0.566
O	-31.149	-7.84	-5.983
O	57.5	-4.063	16.643
O	51.214	2.904	19.061
O	58.794	4.253	-2.19
O	44.623	-5.386	20.458
O	57.466	-4.769	-6.55
O	61.641	-0.943	-6.115
O	56.407	6.597	20.918
O	-62.119	3.434	-3.97
O	53.451	6.124	16.998
O	-60.326	0.84	-2.082
O	-16.583	-3.185	17.963
O	55.458	-2.683	19.285
O	-14.306	7.493	-1.907
O	-60.237	1.303	-5.531
O	-18.059	7.396	-6.251
O	57.79	3.13	-4.186
O	65.933	-7.402	16.712
O	67.647	-3.505	-6.53
O	63.206	-0.527	19.708
O	67.743	0.768	-3.32
O	-41.57	4.822	-1.653
O	-54.362	-3.77	20.676
O	-16.925	0.2	-5.657
O	64.478	6.188	-1.76
O	56.635	7.942	-6.792
O	57.091	7.531	-1.544
O	-8.691	0.109	20.772
O	63.004	-3.411	-6.571
O	-62.252	2.636	-1.124
O	61.032	-4.819	-5.674
O	-10.005	4.412	-6.411
O	42.787	1.566	16.927
O	50.041	-5.357	20.778
O	-17.786	-0.2	-3.216
O	-27.289	-7.675	-4.334
O	59.542	6.614	-1.813
O	61.322	4.635	-1.993
O	62.077	-1.496	-2.056
O	-9.555	4.049	-1.33
O	-45.926	3.673	-4.488
O	-9.149	1.604	-2.259
O	-23.499	3.571	-6.504
O	46.442	0.587	19.912
O	57.051	-8.014	19.094
O	59.399	-5.742	20.948
O	-33.086	1.369	-0.859
O	-49.591	-5.857	-3.974
O	-39.33	1.945	-4.632
O	-40.71	3.801	-6.083
O	63.039	4.663	19.578
O	51.901	-3.089	-1.17
O	67.407	-7.172	-1.748
O	63.742	-3.567	-1.942
O	66.776	-1.376	-2.122
O	-62.283	-7.789	-4.129
O	54.469	-0.128	-1.143
O	55.627	-2.188	-2.19
O	-40.616	-4.199	17.247
O	1.636	-3.624	-6.038
O	-61.307	7.28	-1.977
O	49.56	5.06	-1.67
O	58.35	-7.143	-3.053
O	-21.233	-5.166	-5.622
O	-48.189	4.283	-1.334
O	53.964	-5.173	-1.203
O	-15.532	4.046	18.395
O	67.293	4.76	-5.822
O	-49.284	-7.913	19.844
O	62.782	5.84	-5.028
O	64.586	1.161	-1.943
O	62.796	2.783	-1.011
O	-47.986	4.149	20.296
O	56.247	3.38	-6.203
O	62.67	8.026	-1.145
O	-44.44	-3.029	-5.144
O	11.31	-4.96	-3.048
O	59.177	-5.293	-1.28
O	60.031	0.017	-1.265
O	61.412	3.622	-5.107
O	-55.694	1.815	17.172
O	66.088	-4.63	18.43
O	66.201	-2.239	17.086
O	67.716	-0.159	16.359
O	-60.179	2.861	19.633
O	66.642	4.672	16.898
O	8.394	-5.296	19.951
O	-42.482	-1.383	-5.566
O	67.7	-5.528	16.06
O	-49.24	-2.259	-2.288
O	-61.337	-3.649	17.127
O	-57.768	-5.571	19.247
O	-58.587	-1.926	17.345
O	-57.331	0.019	16.297
O	-47.416	6.242	-5.382
O	-52.128	5.331	16.838
O	-61.283	1.758	17.335
O	-59.09	3.143	17.263
O	-49.697	5.54	-6.471
O	-44.505	5.585	-5.792
O	-58.126	-7.1	17.207
O	-56.637	-4.521	16.998
O	-53.77	-5.45	-6.473
O	-12.062	-3.264	17.894
O	-52.585	-0.846	16.964
O	42.61	4.082	-6.009
O	-4.313	5.414	20.434
O	-50.548	-3.56	17.291
O	-53.595	3.312	17.556
O	65.003	2.732	16.098
O	-21.754	8.12	16.961
O	-43.516	3.674	17.418
O	-6.75	0.702	-5.413
O	66.965	-7.079	19.073
O	-53.722	0.83	18.623
O	-49.473	-3.362	19.564
O	-46.884	-2.538	-3.682
O	-52.305	0.37	-5.578
O	-54.194	-5.25	-3.798
O	33.981	-5.256	-5.862
O	-54.838	-4.29	-1.516
O	-49.82	-4.155	-5.956
O	-54.658	-2.713	16.423
O	61.109	-7.564	16.993
O	-58.696	3.323	-4.446
O	-58.584	5.811	-3.903
O	-59.568	-3.389	19.146
O	-57.625	5.198	16.457
O	-48.01	2.329	-3.325
O	-51.342	-0.6	19.37
O	63.37	7.358	17.007
O	-10.156	3.429	-3.863
O	-56.909	8.147	-3.755
O	62.69	-7.323	19.089
O	-47.034	-7.633	-6.197
O	-58.47	-1.232	19.963
O	-59.324	-7.62	19.602
O	-49.143	5.374	-3.659
O	-25.576	7.675	-2.618
O	-59.203	7.98	-5.102
O	-4.075	-4.025	-4.836
O	-57.655	-6.087	-5.073
O	18.036	1.324	19.131
O	-48.284	3.72	-5.487
O	-1.206	-2.07	19.221
O	-57.949	1.903	-6.485
O	-25.573	-6.09	-3.181
O	-17.729	7.463	-1.072
O	64.745	-6.214	20.14
O	-35.527	3.562	-6.12
O	-27.605	6.139	-3.543
O	-57.667	6.717	19.813
O	-31.593	-2.481	-1.182
O	-61.715	-4.597	19.64
O	-43.316	3.59	-4.315
O	-48.219	-0.23	-3.496
O	67.926	-2.439	20.806
O	-11.673	7.32	18.508
O	2.848	4.272	18.317
O	-58.158	-6.702	-1.955
O	-51.733	2.911	-5.218
O	-50.39	1.136	-3.848
O	-6.033	6.391	-0.97
O	30.949	2.867	-3.72
O	65.367	-0.098	-4.009
O	-41.051	0.062	16.849
O	-37.992	-4.709	19.399
O	-25.857	0.729	-2.808
O	-49.49	6.556	-1.334
O	-59.008	5.855	-6.565
O	-47.131	-1.177	-1.364
O	-56.911	-3.147	19.122
O	-5.832	3.196	-5.021
O	-46.978	1.476	-5.557
O	66.821	-4.989	20.945
O	-61.077	3.538	-6.457
O	-60.464	6.454	20.066
O	-49.358	1.054	-1.431
O	-45.534	-7.851	20.18
O	-54.098	3.891	-2.896
O	-54.781	5.964	-1.475
O	-52.372	4.926	-1.353
O	-51.852	-1.92	-1.581
O	65.906	6.829	18.353
O	-59.565	-1.342	-3.669
O	-18.684	2.276	-3.37
O	-45.614	-5.413	20.98
O	-35.487	-0.006	20.061
O	-60.105	-5.719	17.996
O	-43.36	2.621	-6.658
O	-38.162	4.086	-5.684
O	-55.31	2.887	19.469
O	-7.901	-2.439	20.298
O	60.811	5.864	-6.695
O	42.567	-0.811	-6.281
O	-62.013	-3.014	-1.033
O	-48.472	-5.63	-0.381
O	-50.542	-4.179	-1.221
O	-52.161	1.996	20.32
O	-21.691	3.792	19.484
O	-58.214	-0.59	-1.631
O	-35.676	-7.936	-4.918
O	-0.59	2.787	-5.787
O	-22.618	6.574	-0.579
O	-2.708	5.446	17.038
O	66.437	4.392	-1.911
O	-55.498	-6.756	-2.045
O	-26.575	2.773	-4.231
O	-43.718	-4.914	-0.208
O	-59.925	-5.098	-0.935
O	-53.698	-1.76	19.027
O	-51.916	6.835	-5.699
O	-8.902	-3.455	-4.324
O	-36.969	-5.974	-1.085
O	38.79	7.091	-3.472
O	-51.204	2.751	-0.582
O	-53.018	-6.237	-1.546
O	-30.059	-4.234	-2.506
O	-51.398	-8.149	-0.589
O	-51.068	-8.131	-3.647
O	-56.765	-2.649	-0.847
O	-6.059	3.555	19.872
O	-53.817	-0.166	-0.848
O	63.879	3.589	-5.838
O	-37.572	3.938	17.722
O	-46.951	-3.256	19.851
O	-47.892	-2.294	17.543
O	-46.482	-0.164	16.709
O	2.655	-3.633	-3.502
O	-47.652	4.865	17.756
O	-45.23	6.974	17.901
O	-32.572	-0.708	-5.525
O	-46.539	-5.374	16.666
O	-40.652	6.494	-3.7
O	-44.908	-3.468	17.431
O	-12.335	1.529	-3.55
O	-42.747	-1.882	17.411
O	-17.679	-1.322	19.521
O	-28.282	0.827	-4.871
O	-35.586	5.556	17.003
O	-44.737	1.407	17.749
O	-41.315	5.046	16.889
O	-31.165	-5.713	-4.57
O	-38.197	-7.986	16.845
O	-42.09	-6.347	17.597
O	-29.976	-1.009	-6.412
O	-50.418	3.724	19.517
O	-41.94	1.236	-5.072
O	-41.73	6.992	18.549
O	-51.069	1.671	17.882
O	-34.53	-4.175	17.821
O	-4.128	-7.912	-6.557
O	-49.101	2.819	16.782
O	-38.601	-0.074	-6.023
O	-48.453	-7.117	17.46
O	-36.524	-6.389	17.99
O	-47.748	-5.761	19.53
O	-33.835	-2.964	20.069
O	59.761	-3.404	19.985
O	-32.188	-3.217	-5.062
O	-36.61	3.462	-3.78
O	-34.558	-6.188	-3.096
O	-10.518	-0.319	-3.393
O	-37.715	-4.709	-3.318
O	-36.993	-2.938	-5.187
O	-38.468	-2.705	16.892
O	-49.947	5.986	20.626
O	-42.528	-0.18	-3.071
O	28.387	6.414	-2.563
O	-42.756	-4.092	18.789
O	-39.366	6.342	17.866
O	-31.334	1.592	-5.078
O	-45.799	3.532	18.844
O	-50.908	7.054	18.332
O	-9.709	8.104	17.282
O	-41.407	-7.429	-3.368
O	-43.703	-7.957	16.486
O	-28.821	-6.612	-1.975
O	-31.548	-5.18	-0.575
O	-34.642	-2.29	-5.697
O	-32.205	5.636	-3.037
O	-23.983	2.483	-3.146
O	-18.105	3.932	19.458
O	-26.772	5.363	0.078
O	-19.641	-4.141	-3.185
O	-23.729	-5.276	-5.146
O	-44.54	-8.01	-6.582
O	-11.21	-5.101	-0.065
O	-48.614	-0.994	19.607
O	-1.847	-3.264	-5.975
O	3.777	1.761	-4.338
O	-52.111	-5.405	16.494
O	-1.838	-5.446	-4.468
O	-34.347	2.852	-2.66
O	-41.093	6.739	20.989
O	-29.702	2.846	-0.048
O	-44.313	-2.016	19.459
O	-31.78	2.994	-2.613
O	-8.967	7.727	-2.778
O	-43.627	2.643	19.807
O	-40.775	4.556	19.38
O	22.314	-3.629	-5.183
O	-41.778	-6.09	-1.266
O	-36.489	1.602	-1.899
O	-34.289	-4.761	-0.872
O	-51.002	-3.47	-3.674
O	0.147	7.79	20.096
O	-30.462	-0.449	-3.791
O	-25.406	5.021	17.613
O	48.16	6.442	-6.208
O	-37.913	0.04	-3.441
O	-33.154	7.223	-1.179
O	-27.879	-5.04	-3.722
O	-40.6	7.98	-0.889
O	-31.12	3.892	-6.363
O	-35.869	-5.316	-5.146
O	-29.768	-3.715	-5.885
O	52.346	3.059	-4.338
O	-13.164	2.279	-1.123
O	-8.647	7.688	-5.346
O	-14.151	3.353	-3.462
O	-40.577	-5.448	19.457
O	-36.306	5.821	-5.035
O	-39.209	5.919	-1.504
O	-36.367	4.18	-1.335
O	-35.317	-2.582	-0.039
O	-39.887	-3.123	20.41
O	-1.003	0.946	-0.997
O	-49.714	1.255	20.13
O	-52.082	-3.878	19.428
O	-56.037	6.782	17.629
O	-46.242	5.914	19.905
O	14.252	-1.122	-2.498
O	10.093	1.246	20.695
O	-7.301	5.415	-5.183
O	-27.585	1.367	-0.809
O	-0.495	-2.875	16.83
O	-38.73	3.059	19.962
O	-19	0.126	16.882
O	-44.48	0.826	-1.498
O	-19.401	-6.877	-5.354
O	-0.339	-0.94	-5.649
O	-30.645	-7.734	-0.631
O	-55.421	-8.082	19.606
O	-26.122	-6.77	-0.728
O	-40.536	2.804	-0.403
O	-58.72	-3.799	-4.594
O	-28.344	7.308	-0.838
O	-5.998	7.636	-4.921
O	-39.28	-6.497	-2.197
O	-29.784	4.806	-2.724
O	-33.484	-6.636	-5.417
O	-6.81	-4.581	-5.385
O	-36.9	1.621	18.581
O	12.77	1.278	19.008
O	-38.916	0.906	-1.164
O	-34.535	6.752	-3.275
O	-58.705	-1.776	-6.247
O	-34.988	2.82	0.229
O	-39.363	1.953	17.711
O	-19.068	-6.556	-2.036
O	-35.247	-7.828	-0.247
O	-18.791	-4.516	17.764
O	-40.81	-2.563	-0.255
O	-38.912	-4.171	-1.052
O	-36.956	-0.848	-1.122
O	-32.705	-4.265	-2.749
O	-22.379	1.732	18
O	-28.579	-1.04	19.128
O	-30.73	-0.807	17.642
O	-29.14	1.274	18.101
O	-23.706	-5.039	17.726
O	-30.735	4.364	18.04
O	-23.694	-6.98	-1.608
O	-21.477	6.258	20.18
O	-29.95	-5.259	17.037
O	-20.559	-1.684	-2.863
O	-28.264	-3.334	17.785
O	-16.434	-3.109	-6.659
O	-25.587	-1.579	18.368
O	-24.32	0.181	17.052
O	-15.539	7.213	-6.828
O	-18.921	5.63	16.846
O	-27.207	2.924	17.171
O	-22.318	0.316	-2.773
O	-26.363	4.491	19.874
O	-9.427	3.991	18.025
O	-25.928	-6.361	18.015
O	12.003	-7.062	20.607
O	-24.327	-7.648	-6.095
O	-24.724	3.258	0.08
O	-20.579	-1.409	18.285
O	-28.067	-6.685	20.697
O	-34.397	1.143	17.988
O	-24.743	0.174	20.204
O	1.154	-1.435	18.121
O	-32.654	2.834	17.083
O	-22.447	1.499	20.593
O	-31.675	-6.965	17.915
O	-28.946	3.379	-5.03
O	-30.638	-6.406	20.28
O	-21.55	-3.588	19.738
O	53.698	1.445	16.897
O	-16.487	7.795	20.138
O	-19.697	4.552	-4.006
O	-20.039	1.866	19.483
O	-19.862	0.589	-1.824
O	-23.64	6.188	-6.855
O	-22.18	-3.541	-3.799
O	-22.123	-3.026	17.241
O	-33.755	6.077	20.219
O	40.905	7.024	-1.789
O	-21.756	5.185	-5.432
O	-27.338	-3.205	20.223
O	18.204	3.545	-6.553
O	-14.635	5.256	-5.268
O	-19.496	-2.732	20.925
O	-33.853	7.3	17.917
O	-22.672	5.87	17.888
O	-55.261	5.557	19.851
O	-27.348	8.135	16.962
O	-12.734	-6.762	-2.7
O	-13.049	-0.98	-3.558
O	-20.007	3.491	17.621
O	33.301	1.939	-2.995
O	46.036	1.918	-6.51
O	-11.227	0.565	-0.941
O	23.301	-4.107	18.478
O	-22.462	1.19	-6.206
O	-3.188	3.347	-6.149
O	-39.769	4.16	-3.527
O	53.513	1.749	19.494
O	26.957	5.263	-6.256
O	-29.433	5.522	20.145
O	-45.693	-2.948	-0.214
O	-35.44	-5.133	20.029
O	-2.757	4.923	-4.105
O	-21.355	2.72	-3.164
O	-23.862	4.922	19.894
O	-14.287	4.912	-1.041
O	-29.882	-3.105	19.91
O	-13.009	5.677	-3.189
O	-6.197	1.705	18.033
O	-32.319	-8.051	-3.562
O	-20.416	-2.596	-5.296
O	-15.264	-6.994	-3.408
O	29.275	0.942	-5.204
O	-9.174	-0.902	-1.234
O	-1.869	5.58	-6.49
O	-3.028	-5.509	-6.808
O	-25.173	-4.747	19.887
O	-14.726	0.879	-2.731
O	9.657	2.023	18.202
O	-13.43	-7.978	0.464
O	28.541	-6.858	-1.727
O	-16.378	5.648	0.147
O	-25.611	6.672	-5.103
O	-24.491	8.039	0.491
O	-22.008	-5.957	-3.15
O	-1.202	6.678	-2.978
O	-20.197	-0.118	-5.976
O	36.911	-0.976	19.331
O	-17.851	-2.244	-4.816
O	-24.79	1.376	-5.298
O	65.873	2.435	-3.932
O	-21.807	5.835	-2.97
O	35.518	2.196	-1.427
O	-20.66	4.885	-0.814
O	-21.423	-0.934	-0.529
O	53.069	-2.225	18.305
O	-37.236	-6.984	20.533
O	-2.544	1.046	-5.107
O	-16.434	-6.883	-5.651
O	67.955	-6.813	-6.637
O	-28.207	-0.445	-2.54
O	27.632	-5.929	-6.803
O	-59.576	5.559	-0.978
O	-38.062	-0.101	20.508
O	24.699	-0.794	19.74
O	67.431	-1.569	-4.647
O	9.817	-6.154	-6.233
O	-29.554	-2.725	0.219
O	-6.134	-4.845	-0.635
O	-19.209	-2.455	-0.061
O	-14.734	-1.402	-1.451
O	-17.876	-4.372	-1.188
O	14.159	-2.675	19.616
O	-26.274	-0.934	-0.852
O	40.779	-2.685	-5.659
O	-17.482	1.353	-1.128
O	61.533	1.273	18.794
O	23.094	3.518	-1.304
O	-22.655	2.042	-0.931
O	-12.234	4.251	-5.15
O	-17.352	-5.424	-3.577
O	1.976	-1.412	-4.559
O	27.145	2.896	19.739
O	-25	-2.365	20.86
O	22.708	-1.052	-5.554
O	-4.789	4.13	-0.811
O	-55.246	-5.447	18.97
O	-19.1	3.001	0.057
O	-21.366	-6.335	-0.552
O	-3.684	-3.142	-2.432
O	-19.299	-7.615	0.326
O	34.412	4.665	-1.987
O	-24.391	-2.556	0.002
O	-22.962	-4.444	-1.041
O	21.866	7.955	16.547
O	-11.298	2.015	17.975
O	-40.512	-7.969	-5.774
O	-10.295	5.959	-4.279
O	-15.282	-1.006	18.246
O	-13.294	0.247	17.251
O	0.244	6.585	-5.256
O	-27.362	2.416	-6.844
O	20.024	-0.15	19.884
O	-10.565	-5.436	-3.887
O	-13.565	-5.333	17.234
O	66.918	7.299	-6.008
O	-57.717	4.09	-2.077
O	-9.771	-4.249	18.493
O	1.389	1.046	-5.036
O	-8.097	0.087	17.212
O	7.084	3.481	17.841
O	37.5	-5.403	-0.745
O	-7.71	5.787	17.016
O	-16.199	2.583	20.617
O	-9.577	2.431	20.012
O	-5.659	7.895	17.061
O	-8.275	-6.103	17.598
O	-6.826	-3.786	18.287
O	-9.146	-5.182	-6.265
O	-3.457	7.465	-4.156
O	-3.144	-1.041	17.642
O	22.296	-2.041	19.746
O	-56.863	8.144	-6.383
O	-2.295	-4.714	17.535
O	-4.796	3.913	17.617
O	48.878	-3.61	19.124
O	-51.634	7.954	20.954
O	-15.239	-7.196	18.148
O	-3.868	-6.752	18.091
O	-29.796	7.438	-2.954
O	14.039	3.557	19.153
O	-19.551	-5.261	20.208
O	36.312	-3.017	-2.977
O	-2.349	-1.418	-4.17
O	28.255	3.845	17.455
O	-1.646	-1.502	-1.664
O	-4.904	-5.497	-2.871
O	60.916	-6.755	-2.335
O	-5.144	-2.61	16.905
O	-44.703	-1.46	-2.955
O	-56.034	3.617	-6.766
O	31.634	-5.268	-4.388
O	-20.224	2.445	-5.525
O	-53.875	4.366	-5.73
O	4.859	-6.119	-3.892
O	-13.549	5.656	17.473
O	-17.261	7.472	17.737
O	-17.606	-6.504	18.959
O	18.87	-2.495	-3.081
O	-6.303	-0.407	-3.063
O	24.815	7.922	19.855
O	-42.754	7.303	-4.996
O	-17.747	-8.077	-3.796
O	-45.786	7.785	-3.984
O	-16.235	5.234	20.65
O	56.256	3.583	-2.043
O	60.199	5.659	-4.137
O	-9.467	-6.597	-1.17
O	-12.741	-5.99	-5.199
O	-51.845	-5.553	-4.932
O	-44.487	1.238	-4.71
O	-8.158	2.758	-5.861
O	27.138	2.707	-5.192
O	63.117	1.06	16.724
O	23.996	3.9	-6.392
O	-55.129	2.304	-4.579
O	4.02	3.9	-2.204
O	19.852	4.794	19.273
O	58.423	6.111	19
O	1.468	-7.7	-0.771
O	1.825	2.577	-2.872
O	65.111	5.184	-4.041
O	44.557	4.931	19.808
O	-20.099	-6.704	18.089
O	1.371	6.905	-2.833
O	-12.144	6.467	-0.808
O	-3.749	-2.329	19.841
O	0.826	-0.949	-0.88
O	49.211	-0.303	-4.319
O	-3.548	6.125	-1.894
O	-33.836	6.554	-5.724
O	0.371	-5.844	-5.838
O	67.962	5.441	18.931
O	-20.08	7.059	-4.558
O	6.728	-7.435	-5.934
O	-56.331	4.589	-4.353
O	-8.034	7.813	-0.267
O	-7.945	-5.142	20.098
O	28.175	-3.92	20.266
O	-44.658	5.501	-3.178
O	-7.035	-1.845	-5.204
O	-20.309	7.417	-1.672
O	-28.339	-1.824	-4.717
O	-50.298	-5.735	18.828
O	-33.167	2.372	-6.748
O	-5.546	5.095	-3.208
O	-53.366	-6.624	20.304
O	-11.339	-3.859	-5.779
O	-3.152	-2.651	0.082
O	6.506	3.615	-1.213
O	-42.202	-7.334	20.405
O	6.009	5.541	-2.868
O	65.501	-5.438	-1.132
O	38.91	2.434	19.204
O	36.064	-7.852	19.769
O	-59.595	-5.47	-6.674
O	-53.081	6.371	-3.406
O	-9.963	-1.655	18.124
O	-59.28	0.779	18.712
O	-52.941	1.536	-3.29
O	-3.895	2.135	19.273
O	62.406	-5.53	16.004
O	0.058	-5.649	-0.031
O	-1.526	-4.097	-1.18
O	-4.564	-7.001	-0.878
O	-7.664	3.653	-3.145
O	32.004	-1.271	19.702
O	-6.886	6.029	20.386
O	-7.879	2.712	0.037
O	2.792	2.354	-0.414
O	3.482	7.046	-1.152
O	52.906	-2.894	-6.121
O	-26.209	-5.739	-5.704
O	61.501	6.707	18.671
O	54.806	-4.678	20.925
O	-15.485	-2.486	20.367
O	-23.066	-1.544	19.234
O	50.277	-3.406	-6.232
O	4.123	-4.148	-1.322
O	25.373	-4.49	-6.357
O	8.222	6.021	20.985
O	-2.755	2.699	-0.115
O	-7.934	-2.856	-0.192
O	-2.462	7.947	0.016
O	-4.612	-0.679	-5.08
O	54.822	-0.261	18.601
O	49.973	5.357	19.684
O	55.799	-6.678	-2.312
O	-57.443	-3.996	-6.841
O	-55.244	1.675	-1.948
O	31.696	1.626	20.037
O	40.503	-7.732	-6.771
O	-0.094	-7.477	-3.861
O	-5.936	1.304	-1.085
O	16.064	2.376	20.48
O	26.898	1.642	17.27
O	-29.698	5.843	-5.158
O	-43.067	-1.237	-0.815
O	-11.038	-7.91	-4.357
O	44.559	-1.699	-2.271
O	41.182	1.617	20.441
O	58.512	-5.463	18.471
O	-1.601	-7.547	-5.983
O	1.552	3.38	20.519
O	-53.487	-7.588	-4.552
O	15.015	-0.269	19.033
O	6.919	6.461	-5.068
O	60.469	4.518	19.502
O	4.496	7.765	20.549
O	-9.213	7.173	19.807
O	48.403	-5.307	-6.496
O	1.961	3.456	-5.382
O	13.255	3.858	-3.965
O	63.291	1.722	-4.169
O	24.764	-5.872	19.655
O	38.534	-7.526	20.776
O	46.659	-1.628	18.746
O	25.144	-1.862	-6.079
O	-11.799	0.096	-5.704
O	-45.825	-0.894	-5.361

Results
total energy: -751511.872 eV
total energy less fixed offsets of O -438.25, Si -107.07 eV per atom: 41.408 eV

Forces (eV/angstrom) on atoms 2174 to 2495 of the 3456, counted in the order above; the others are left out for length: element, x, y, z
Si	0.014	0.016	-0.002
Si	-0.003	0.006	0.012
Si	0.005	-0.009	-0.017
Si	0.01	0.009	0.003
Si	0.006	0.019	0.006
Si	0.016	-0.004	0.012
Si	-0.015	0.017	0.013
Si	-0.018	-0.002	0.017
Si	-0.011	-0.012	0.013
Si	-0.018	0.001	0.009
Si	-0.003	-0.005	-0.003
Si	-0.009	-0.021	0.005
Si	0.004	-0.015	0.01
Si	0.001	-0.003	0.011
Si	0.008	0.016	0.01
Si	-0.012	-0.002	0.009
Si	0	0.001	0.011
Si	0.005	-0.002	0.001
Si	-0.002	0.003	0.031
Si	-0.006	0.022	0.016
Si	-0.018	0.005	0.013
Si	-0.01	-0.006	0.01
Si	0.003	0.017	-0.004
Si	0.005	0.005	-0.005
Si	-0.002	0.008	0.021
Si	0.016	0.024	0.022
Si	-0.007	-0.009	0.008
Si	0.002	-0.009	-0.009
Si	-0.008	-0.012	0.014
Si	-0.009	0.006	0.003
Si	-0.02	0.013	0.011
Si	-0.003	0.01	0.004
Si	0.009	-0.008	0.013
Si	0.014	0.008	0.009
Si	0.033	0	0.021
Si	-0.001	-0.02	0.014
Si	0.016	0.003	0.007
Si	-0.001	0.007	0.001
Si	-0.026	0.01	0.012
Si	-0.013	0.006	0.007
Si	0.003	-0.011	0.024
Si	0.01	0.009	-0.009
Si	-0.016	-0.006	-0.001
Si	0.01	0.004	-0.004
Si	0.017	-0.016	0.007
Si	0.001	0.009	0.013
Si	0.012	0.002	0.005
Si	0.008	0.004	0.009
Si	-0.015	0.018	0.005
Si	0.002	0.023	0
Si	0.001	-0.032	0.006
Si	0.023	0.005	-0.006
Si	-0.003	-0.014	0
Si	-0.006	-0.002	0.006
Si	0.014	-0.023	0.01
Si	0.005	0.008	0.007
Si	0.015	0.009	0.005
Si	-0.003	-0.002	0.011
Si	-0.016	-0.016	0.01
Si	0.013	0.003	0.01
Si	-0.001	-0.002	0.001
Si	-0.005	-0.008	0.014
Si	0.006	0.012	0.004
Si	-0.001	0.017	0.006
Si	0.005	-0.002	-0.012
Si	0.005	0.002	-0.002
Si	0.001	0.009	0.003
Si	-0.003	-0.002	0.016
Si	0.015	0.029	0.006
Si	-0.002	-0.014	0.011
Si	0.006	-0.023	0.003
Si	-0.008	-0.016	0.011
Si	0.022	-0.009	-0.002
Si	-0.002	-0.015	0.013
Si	0	0.006	-0.008
Si	0.004	0.016	0.011
Si	-0.012	-0.01	0.005
Si	0.025	0.015	-0.002
Si	-0.003	0	0.002
Si	-0.017	-0.024	-0.006
Si	0.004	-0.003	-0.001
Si	0.013	0.028	0.005
Si	0.009	0.011	-0.005
Si	-0.001	0.01	0.01
Si	0.003	0.025	0.002
Si	0.011	-0.024	0.019
Si	-0.005	-0.004	0.001
Si	0	0.019	0.004
Si	-0.009	-0.006	-0.007
Si	0.016	-0.025	0.004
Si	0.011	0.021	0.013
Si	-0.027	-0.006	0.001
Si	0.007	0.012	-0.003
Si	0.014	-0.023	0.007
Si	-0.004	-0.024	-0.003
Si	-0.017	0.008	0.004
Si	0.008	0.006	0.012
Si	0.013	-0.006	0.009
Si	-0.006	0.021	0.006
Si	0.003	-0.009	0.005
Si	0	-0.033	0.008
Si	0.02	-0.015	0.004
Si	0.001	-0.032	-0.004
Si	0	-0.001	0.014
Si	0.012	0.005	-0.004
Si	0.002	0.009	0.007
Si	-0.001	0.005	0.004
Si	0.002	0.002	0.006
Si	-0.014	-0.006	-0.004
Si	0.003	0.027	0.006
Si	-0.011	-0.015	0.014
Si	-0.009	0.008	0.01
Si	-0.002	-0.024	-0.014
Si	-0.01	-0.006	-0.004
Si	0.008	0.038	0.001
Si	0.029	0.002	0.006
Si	0.006	-0.022	0.002
Si	-0.005	0.005	0.004
Si	-0.003	0.013	0.014
Si	-0.014	0.008	0.011
Si	-0.01	-0.025	0.003
Si	-0.009	0.014	0.003
Si	-0.002	-0.005	0.015
Si	0.013	-0.017	0.008
Si	0.018	0.002	0.002
Si	-0.015	0.007	0.025
Si	0.009	0.023	-0.004
Si	0.013	-0.01	0.024
Si	-0.001	0.005	0
Si	0.026	-0.01	0.018
Si	0.011	-0.02	0.012
O	-0.135	0.271	-0.136
O	-0.102	0.641	0.042
O	-0.099	0.16	0.59
O	0.136	-0.004	0.232
O	0.327	0.485	0.502
O	-0.124	0.334	-0.928
O	-0.299	0.137	0.171
O	0.096	0.081	-0.46
O	-0.114	0.188	0.351
O	0.18	0.069	-0.382
O	0.643	0.303	-0.003
O	-0.073	-0.016	0.335
O	-0.343	-0.289	0.15
O	-0.025	-0.308	0.172
O	0.183	0.683	0.404
O	-0.085	0.078	0.56
O	0.065	0.19	0.153
O	-0.077	-0.04	0.441
O	0.003	0.057	0.304
O	-0.293	-0.241	0.254
O	0.4	0.377	-0.014
O	-0.199	0.085	0.415
O	0.351	-0.419	0.641
O	0.34	-0.037	0.018
O	-0.034	-0.091	0.496
O	0.011	0.124	0.136
O	-0.283	0.186	0.146
O	-0.336	-0.334	-0.017
O	-0.202	-0.513	0.458
O	-0.152	-0.492	0.069
O	0.23	-0.137	0.369
O	0.084	0.036	0.193
O	-0.549	-0.155	-0.2
O	-0.088	0.102	-0.497
O	-0.447	-0.155	-0.004
O	0.655	-0.445	0.046
O	-0.249	0.25	-0.448
O	0.333	-0.37	0.269
O	-0.306	-0.052	-0.531
O	-0.071	-0.395	-0.406
O	-0.427	0.162	-0.435
O	0.377	-0.118	0.56
O	0.447	0.023	-0.287
O	-0.272	-0.191	0.003
O	-0.224	0.508	0.648
O	0.017	0.41	0.363
O	0.491	-0.167	-0.258
O	-0.049	0.236	0.316
O	0.071	0.318	0.29
O	-0.018	-0.232	-0.025
O	-0.09	-0.193	0.552
O	-0.197	-0.24	-0.385
O	0.545	0.041	-0.077
O	0.202	-0.381	-0.048
O	-0.167	-0.198	0.346
O	-0.165	-0.134	0.337
O	0.197	0.401	-0.078
O	0.416	0.28	-0.195
O	-0.243	-0.115	-0.377
O	-0.314	-0.275	-0.174
O	-0.194	-0.415	-0.157
O	-0.271	-0.035	0.24
O	-0.248	0.245	-0.19
O	0.306	-0.418	0.193
O	0.088	0.274	-0.412
O	0.213	-0.158	0.393
O	-0.149	0.303	0.414
O	-0.05	-0.15	-0.431
O	0.796	-0.198	0.191
O	0.196	-0.049	-0.088
O	0.076	0.421	0.079
O	0.041	0.437	-0.441
O	-0.188	0.286	-0.126
O	0.313	0.227	0.308
O	-0.363	0.807	-0.257
O	-0.157	0.09	0.622
O	0.506	0.05	-0.105
O	0.161	0.134	0.522
O	0.411	0.156	-0.047
O	0.264	0.617	-0.299
O	-0.58	-0.158	-0.041
O	-0.383	-0.034	-0.271
O	-0.241	0.154	-0.166
O	0.102	0.424	0.414
O	0.661	-0.31	0.234
O	-0.678	0.064	-0.003
O	0.204	0.148	0.517
O	-0.364	0.19	-0.169
O	-0.017	0.171	-0.411
O	0.111	0.034	-0.235
O	0.211	-0.668	-0.052
O	0.373	0.1	-0.059
O	0.232	-0.005	-0.116
O	-0.349	-0.526	0.135
O	-0.132	-0.03	-0.155
O	0.426	-0.57	0.212
O	-0.143	0.15	-0.204
O	-0.413	0.249	-0.024
O	0.046	0.696	0.444
O	0.218	-0.12	-0.098
O	-0.183	-0.171	-0.384
O	-0.286	0.15	-0.255
O	-0.012	-0.148	-0.355
O	0.074	0.276	-0.342
O	0.066	0.128	0.129
O	0.25	-0.147	-0.451
O	0.305	0.195	-0.365
O	-0.347	0.108	-0.554
O	0.06	0.054	-0.348
O	0.17	-0.103	-0.503
O	0.402	0.232	-0.34
O	0.119	-0.035	-0.098
O	-0.152	-0.131	0.127
O	-0.283	-0.18	0.539
O	0.333	-0.418	0.321
O	-0.208	0.031	0.322
O	-0.302	0.223	-0.393
O	-0.134	0.2	0.175
O	-0.029	0.005	-0.264
O	0.154	0.14	-0.499
O	0.104	0.277	-0.439
O	-0.546	0.501	-0.002
O	0.212	0.343	-0.462
O	-0.328	-0.312	-0.269
O	0.085	0.169	-0.122
O	0.022	0.256	-0.336
O	-0.022	-0.274	-0.23
O	-0.207	-0.053	-0.201
O	0.051	-0.057	-0.316
O	0.456	-0.438	-0.291
O	-0.054	-0.188	0.384
O	0.101	0	0.554
O	-0.418	0.165	-0.191
O	0.252	-0.222	0.594
O	0.273	-0.588	-0.075
O	-0.338	-0.474	0.366
O	-0.072	-0.267	0.434
O	-0.164	-0.559	-0.431
O	-0.182	0.089	0.25
O	-0.108	0.245	-0.297
O	-0.282	-0.136	0.115
O	-0.032	0.114	0.392
O	0.195	0.187	0.684
O	0.027	0.033	0.059
O	0.175	-0.217	0.3
O	0.209	-0.015	0.195
O	0.201	-0.109	0.43
O	-0.352	-0.227	0.415
O	0.001	0.291	0.134
O	-0.276	-0.103	-0.139
O	-0.194	0.511	0.079
O	-0.326	-0.076	0.033
O	0.271	0.045	0.016
O	-0.188	0.291	0.412
O	0.517	0.398	-0.055
O	-0.004	-0.112	0.334
O	-0.353	0.373	0.491
O	-0.572	-0.144	0.126
O	-0.242	0.524	0.212
O	-0.088	-0.024	0.227
O	0.076	0.476	0.148
O	0.101	0.244	0.377
O	0.023	-0.136	0.261
O	-0.392	0.136	0.115
O	-0.225	0.201	-0.41
O	-0.397	0.183	0.235
O	-0.134	-0.347	0.052
O	0.073	-0.315	0.366
O	-0.222	-0.4	0.102
O	0.418	-0.028	0.09
O	0.112	-0.209	0.106
O	-0.104	0.077	-0.474
O	0.71	-0.045	0.161
O	-0.612	0.141	-0.128
O	0.405	-0.07	-0.012
O	-0.634	0.117	0.346
O	-0.41	-0.225	0.024
O	-0.149	-0.001	0.155
O	-0.078	0.125	0.533
O	-0.314	0.312	-0.189
O	-0.253	0.193	-0.019
O	0.343	0.373	-0.249
O	-0.619	0.053	-0.132
O	-0.232	0.097	0.101
O	0.044	0.114	0.122
O	0.392	-0.092	0.133
O	0.345	0.322	0.053
O	0.012	-0.183	0.442
O	0.211	0.542	0.164
O	0.344	-0.67	-0.088
O	-0.483	0.207	0.334
